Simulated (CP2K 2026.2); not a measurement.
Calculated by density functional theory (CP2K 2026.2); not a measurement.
Periodic cell of 1980 atoms, Si1440O540, from a study of silicon, its oxide and their interface. The atomic structure is a simulated model.
Doubt: the forces sum to 3.92 eV/angstrom along one axis rather than to zero, so they err by at least 0.0020 eV/angstrom per atom on average; the grid cutoff is modest.

Settings: functional PBE; method Gaussian and plane waves; basis set DZVP-MOLOPT-SR-GTH; pseudopotentials GTH-PBE; grid cutoff 350 Ry, relative cutoff 50 Ry; k points Gamma only; occupations fixed; spin none; net charge 0.

Cell vectors (angstrom)
a	65.28	0	0
b	0	16.32	0
c	0.3912	0.4978	33.3144

Atoms and the computed forces on them: element, x, y, z (angstrom), force x, y, z (eV/angstrom)
Si	1.879	14.393	1.519	-0.043	0.031	-0.014
Si	3.688	1.601	1.849	-0.218	0.213	0.488
Si	2.024	3.427	1.887	0.055	-0.097	0.083
Si	3.865	6.949	1.496	0.165	-0.112	0.776
Si	0.785	10.118	1.622	0.01	0.031	0.029
Si	3.575	12.692	1.776	0.04	-0.044	0.001
Si	7.023	14.677	1.805	0.206	-0.358	0.354
Si	9.046	1.573	1.552	0.161	-0.153	0.726
Si	6.759	3.749	1.528	-0.106	0.313	0.708
Si	8.803	7.413	1.628	0.103	-0.076	0.553
Si	7.107	9.12	1.825	0.037	0.024	0.523
Si	8.764	12.919	1.558	-0.007	0.058	0.054
Si	12.598	14.495	1.54	0.118	-0.199	0.6
Si	15.224	1.05	1.548	-0.028	-0.015	-0.059
Si	11.853	3.974	1.304	0.006	0.314	0.716
Si	14.399	7.109	1.49	-0.215	0.187	0.446
Si	12.703	8.952	1.497	0.143	-0.173	0.716
Si	14.332	12.741	1.61	-0.28	0.183	0.634
Si	16.919	15.649	1.462	-0.124	0.114	0.531
Si	19.959	1.826	1.344	0.122	-0.282	0.709
Si	17.77	4	1.594	-0.18	-0.036	0.626
Si	20.07	7.011	1.455	0.259	-0.095	0.704
Si	17.745	9.155	1.316	-0.176	0.246	0.715
Si	20.018	12.384	1.186	0.247	-0.268	0.774
Si	23.141	14.855	1.245	-0.128	-0.094	0.631
Si	25.141	1.36	0.937	-0.244	-0.393	0.299
Si	23.183	3.796	1.43	0.003	0.186	0.77
Si	26.244	6.364	1.41	0.127	-0.077	0.535
Si	23.308	9.474	1.332	-0.02	-0.107	0.75
Si	26.281	11.727	1.398	0.131	-0.034	0.492
Si	29.041	14.424	1.516	0.014	-0.051	-0.019
Si	31.553	0.889	1.199	-0.112	0.225	0.762
Si	27.888	4.617	1.295	0.079	0.308	0.387
Si	31.179	7.025	1.174	0.215	-0.282	0.615
Si	27.953	10.039	1.477	0.006	-0.044	-0.007
Si	30.766	12.728	1.428	-0.257	0.033	0.482
Si	33.787	15.063	1.342	0.012	-0.112	0.667
Si	36.351	1.503	1.382	0.107	-0.086	0.655
Si	34.242	3.809	1.176	-0.234	0.19	0.657
Si	36.167	7.299	1.13	0.373	-0.355	0.074
Si	33.97	9.507	1.366	-0.057	0.062	0.622
Si	36.85	12.07	1.145	-0.382	0.424	0.121
Si	39.631	14.833	1.062	-0.269	0.123	0.718
Si	42.294	1.185	1.152	-0.063	0.164	0.618
Si	39.367	4.782	0.652	0.152	0.361	0.462
Si	42.439	6.664	1.016	0.055	0.088	0.643
Si	39.061	9.839	1.077	0.11	-0.103	0.668
Si	41.645	12.398	0.738	-0.231	-0.388	0.517
Si	44.647	15.614	0.222	0.149	-0.004	-0.044
Si	47.262	0.964	0.429	0.192	-0.126	0.442
Si	44.255	4.119	0.506	-0.165	-0.454	0.288
Si	47.675	7.019	1.077	0.483	-0.493	0.168
Si	45.427	9.285	1.183	-0.148	0.14	0.632
Si	48.228	12.086	1.201	-0.117	0.126	0.695
Si	51.218	14.6	1.856	0.235	-0.313	0.35
Si	53.44	1.622	1.766	0.151	-0.153	0.634
Si	50.671	3.156	1.206	-0.65	-0.325	0.332
Si	52.866	7.236	1.645	-0.267	0.201	0.482
Si	51.215	8.983	1.622	0.104	-0.069	-0.007
Si	52.797	12.731	1.544	-0.012	0.001	-0.046
Si	56.171	14.556	1.527	-0.102	0.164	0.724
Si	59.183	0.754	1.559	0.111	-0.247	0.668
Si	57.05	4.935	0.785	-0.17	0.052	0.509
Si	58.481	7.544	1.047	0.493	-0.032	0.421
Si	56.062	9.337	1.89	-0.264	0.183	0.579
Si	58.281	12.314	1.723	0.082	0.023	0.601
Si	60.731	15.185	1.511	0.005	0.064	-0.127
Si	63.671	2.314	1.231	0.026	0.629	-0.182
Si	61.722	3.789	1.495	0.251	-0.259	0.459
Si	63.552	7.396	1.493	-0.28	0.086	0.556
Si	61.777	9.194	1.569	0.147	-0.286	0.47
Si	64.335	11.841	1.477	0.032	0.043	-0.115
Si	2.596	16.194	2.931	-0.046	-0.009	-0.005
Si	5.362	2.678	3.063	-0.02	0.044	-0.034
Si	2.776	5.403	2.927	0.014	0.047	-0.06
Si	5.312	8.144	2.937	-0.032	-0.01	-0.055
Si	2.534	10.977	2.985	0.016	-0.007	-0.018
Si	5.337	13.599	3.006	0.057	0.009	-0.004
Si	8.107	16.317	3.022	0.011	0.011	-0.017
Si	10.62	2.737	2.842	0.009	-0.011	-0.078
Si	7.923	5.481	2.719	0.005	-0.025	0
Si	10.774	8.194	2.713	0.029	0.028	0.004
Si	8.049	11.014	2.829	0.029	0.071	0.002
Si	10.721	13.639	2.765	-0.028	-0.012	-0.017
Si	13.519	16.298	2.793	-0.007	-0.008	-0.042
Si	16.22	2.733	2.846	0.033	0.016	-0.045
Si	13.273	5.417	2.659	-0.014	-0.011	-0.017
Si	16.15	8.12	2.713	-0.016	-0.012	-0.002
Si	13.466	10.851	2.767	0	-0.01	-0.025
Si	16.113	13.774	2.732	0.042	-0.027	-0.059
Si	18.825	0.156	2.634	0.007	-0.045	-0.093
Si	21.602	2.736	2.767	0.005	-0.006	-0.02
Si	18.987	5.487	2.877	0.009	0.019	-0.011
Si	21.79	8.142	2.615	-0.009	0.021	-0.033
Si	18.895	10.829	2.552	0.005	-0.004	-0.034
Si	21.614	13.567	2.493	-0.025	-0.002	-0.03
Si	24.326	16.27	2.623	0.008	0.041	-0.053
Si	27.227	2.82	2.651	0.22	0.28	0.438
Si	24.472	5.371	2.641	-0.048	0.002	-0.039
Si	27.117	8.172	2.656	0.021	-0.013	-0.004
Si	24.5	10.898	2.71	0.044	0.06	-0.033
Si	27.228	13.496	2.671	-0.058	-0.011	-0.069
Si	29.974	16.239	2.65	0.016	0.038	-0.08
Si	32.606	2.645	2.428	-0.021	-0.018	-0.052
Si	29.906	5.401	2.347	-0.01	-0.008	-0.01
Si	32.536	8.218	2.663	0.001	0.014	-0.069
Si	29.757	10.979	2.683	0.015	0.011	-0.089
Si	32.531	13.625	2.678	-0.002	-0.015	-0.039
Si	35.233	16.29	2.679	-0.007	-0.022	-0.043
Si	37.93	2.707	2.584	-0.238	-0.288	0.442
Si	35.283	5.52	2.454	-0.004	-0.045	-0.016
Si	37.92	8.274	2.404	0.027	-0.014	-0.018
Si	35.33	10.969	2.569	-0.024	0.005	-0.031
Si	38.066	13.654	2.401	0.027	0.012	-0.006
Si	40.793	16.327	2.461	-0.045	-0.031	0.004
Si	43.581	2.742	2.314	-0.035	-0.006	-0.028
Si	40.776	5.666	2.337	0.009	-0.025	-0.043
Si	43.737	8.134	2.362	-0.062	0.032	0.018
Si	40.742	10.925	2.336	0.013	0.022	-0.106
Si	43.905	13.726	2.373	-0.076	0.128	0.633
Si	47.309	0.659	2.706	-0.024	-0.031	0.056
Si	49.074	2.331	2.83	0.055	0.093	-0.05
Si	46.468	5.451	2.366	0.273	0.26	0.346
Si	49.27	8.072	2.565	-0.116	0.005	0.062
Si	46.577	10.909	2.464	-0.001	0.007	-0.059
Si	49.312	13.567	2.712	-0.052	0.005	-0.009
Si	52.203	16.329	3.075	0.099	0.105	0.004
Si	54.854	2.964	3.107	0.069	0.019	-0.021
Si	51.815	5.491	2.799	0.401	0.187	0.307
Si	54.454	8.166	3.056	-0.007	-0.058	0.014
Si	51.951	10.882	2.822	-0.044	0.045	0.018
Si	54.582	13.516	2.888	-0.017	0.012	-0.022
Si	57.312	16.232	2.777	-0.03	0.046	-0.08
Si	60.054	2.611	2.766	-0.019	0.038	-0.007
Si	56.573	4.721	3.012	-0.027	-0.011	0.045
Si	59.996	8.162	2.742	-0.001	0	-0.025
Si	57.2	10.873	3.155	-0.003	0.041	-0.023
Si	59.844	13.559	2.935	-0.008	-0.008	-0.06
Si	62.512	16.219	2.653	-0.211	-0.27	0.383
Si	65.295	2.773	2.886	0.044	0.043	0.004
Si	62.663	5.537	2.764	0.012	0.03	-0.002
Si	65.222	8.301	2.889	-0.04	-0.008	-0.033
Si	62.733	10.846	2.904	-0.036	0.012	-0.038
Si	0.095	13.502	2.811	0.008	-0.005	-0.039
Si	1.195	1.244	4.253	0.035	-0.021	-0.047
Si	4.084	4.122	4.389	0.005	0.029	-0.047
Si	1.335	6.828	4.166	-0.04	-0.037	-0.011
Si	3.965	9.562	4.227	0.029	0.028	-0.011
Si	1.285	12.271	4.424	-0.029	0.024	-0.034
Si	4.028	14.993	4.355	0.021	0.021	-0.026
Si	6.723	1.319	4.369	-0.012	-0.01	0.013
Si	9.317	4.158	4.165	-0.004	0.029	-0.003
Si	6.648	6.745	4.265	-0.007	-0.029	-0.047
Si	9.494	9.629	4.135	0.016	-0.002	-0.084
Si	6.68	12.205	4.314	0.026	-0.009	-0.024
Si	9.541	15	4.289	0.017	-0.036	-0.017
Si	12.107	1.372	4.093	0.004	-0.008	0.01
Si	14.751	4.117	4.042	0.008	0.041	-0.003
Si	12.027	6.775	4.136	0.007	-0.021	-0.04
Si	14.901	9.559	4.115	-0.013	0	-0.011
Si	12.037	12.178	4.129	0.01	0.012	-0.063
Si	14.829	15.001	4.251	-0.03	0.019	0.004
Si	17.61	1.425	4.199	-0.019	0.013	0.029
Si	20.354	4.119	4.182	0.012	-0.006	0.003
Si	17.524	6.81	4.123	-0.001	0.025	0.029
Si	20.361	9.539	3.939	-0.018	0.011	0.012
Si	17.556	12.273	3.923	-0.016	-0.005	0.018
Si	20.265	14.995	3.874	0.028	0.035	-0.008
Si	22.985	1.304	4.021	0.012	0.025	0.014
Si	25.751	4.006	4.055	0.036	-0.045	-0.028
Si	23.079	6.74	3.994	0.012	0.004	-0.016
Si	25.745	9.448	4.08	0.027	0	-0.009
Si	23.033	12.284	3.93	-0.05	-0.01	0.006
Si	25.827	14.968	3.892	0.001	0.002	0.007
Si	28.592	1.374	3.911	-0.04	0	-0.012
Si	31.22	4.027	3.769	0.02	0.032	-0.015
Si	28.613	6.799	3.873	-0.075	-0.05	-0.051
Si	31.174	9.588	3.961	-0.002	-0.003	0.001
Si	28.496	12.245	4.171	0.025	0.004	0.016
Si	31.294	14.996	4.111	-0.023	0.007	-0.012
Si	33.936	1.416	3.962	0.001	0.026	0.022
Si	36.694	4.222	3.881	-0.008	-0.003	-0.016
Si	33.926	6.793	3.904	0.028	0.024	0.02
Si	36.691	9.599	3.9	0	-0.006	0.043
Si	33.967	12.285	3.933	0.009	-0.015	0.03
Si	36.739	14.965	3.86	0.038	-0.013	0.01
Si	39.448	1.39	3.819	0.016	0.017	0.006
Si	42.143	4.127	3.655	0.02	-0.017	-0.007
Si	39.416	6.962	3.737	-0.024	0.019	0.018
Si	42.272	9.574	3.622	-0.013	0.008	-0.003
Si	39.484	12.317	3.78	0.001	0.045	0.013
Si	42.344	15.019	3.715	0.018	-0.023	-0.017
Si	45.189	1.513	3.676	0.045	0.01	-0.016
Si	47.804	4.078	3.847	0.013	0.013	0.025
Si	45.019	6.746	3.791	0.056	-0.033	-0.013
Si	47.84	9.485	3.871	0.036	0	0.068
Si	45.147	12.288	3.774	0.007	0.03	-0.01
Si	47.932	15.035	3.921	-0.023	0.001	0.018
Si	50.609	1.283	4.247	-0.036	-0.016	0.019
Si	53.161	4.12	4.232	-0.04	0.024	-0.035
Si	50.424	6.78	4.151	0.036	0.067	0.008
Si	53.198	9.614	4.346	-0.015	0.002	-0.051
Si	50.486	12.144	4.161	0.049	-0.009	-0.019
Si	53.377	14.869	4.382	0.062	-0.012	0.018
Si	55.984	1.264	4.25	-0.025	-0.063	0.008
Si	58.531	3.898	4.114	-0.037	0.046	-0.08
Si	55.803	6.643	4.225	0.041	0.014	-0.06
Si	58.673	9.455	4.245	0.034	-0.053	0.01
Si	55.802	12.202	4.396	-0.027	0.025	-0.009
Si	58.537	14.922	4.31	0.019	0.042	0.012
Si	61.374	1.33	4.208	0.016	-0.069	-0.018
Si	64.023	4.226	4.217	-0.028	-0.03	-0.008
Si	61.199	6.729	4.173	0.007	0.006	-0.027
Si	63.934	9.519	4.398	0.022	-0.003	0.022
Si	61.284	12.198	4.184	-0.011	-0.018	-0.006
Si	63.936	14.917	4.059	0	0.035	-0.034
Si	65.175	16.236	5.617	-0.002	-0.062	0.018
Si	2.63	2.67	5.572	0.01	0.047	-0.043
Si	65.316	5.518	5.633	-0.014	0.007	0.048
Si	2.67	8.164	5.59	-0.007	0.006	0.011
Si	65.259	10.876	5.755	0.003	-0.016	-0.009
Si	2.685	13.622	5.708	-0.011	0	-0.021
Si	5.366	16.321	5.725	0.023	0.007	0.008
Si	8.078	2.762	5.616	0.028	0.005	0
Si	5.41	5.442	5.752	0.032	-0.004	0.037
Si	8.098	8.188	5.473	-0.014	-0.002	0.025
Si	5.335	10.857	5.649	-0.037	0.005	-0.002
Si	8.104	13.61	5.584	0.004	0.014	-0.056
Si	10.864	16.366	5.602	-0.003	0.044	0.025
Si	13.479	2.73	5.458	0.003	-0.011	-0.003
Si	10.729	5.443	5.551	0.007	-0.018	-0.004
Si	13.492	8.156	5.43	0.004	-0.004	-0.017
Si	10.786	10.885	5.609	-0.005	0.008	0.071
Si	13.457	13.562	5.487	-0.021	-0.01	0.013
Si	16.245	16.355	5.53	0.023	0.004	0.005
Si	18.984	2.756	5.518	-0.002	-0.001	0.002
Si	16.164	5.43	5.442	-0.021	0.009	0.006
Si	18.976	8.203	5.365	0.036	-0.019	-0.021
Si	16.27	10.932	5.42	0.028	0.012	-0.004
Si	18.95	13.613	5.294	0.005	-0.016	0.003
Si	21.627	16.273	5.348	0.004	-0.006	0.018
Si	24.374	2.666	5.382	-0.026	0.007	-0.004
Si	21.75	5.458	5.451	0.002	0.017	0.031
Si	24.385	8.11	5.399	-0.011	-0.033	0.004
Si	21.7	10.9	5.323	-0.004	0.004	-0.017
Si	24.426	13.635	5.279	0.009	-0.002	0.003
Si	27.184	16.337	5.259	0.013	-0.02	0.003
Si	29.934	2.728	5.263	0.011	0.008	0.024
Si	27.196	5.442	5.264	0.05	0.011	-0.01
Si	29.879	8.166	5.31	0.012	-0.001	0.001
Si	27.125	10.825	5.415	-0.005	-0.011	-0.008
Si	29.902	13.63	5.42	0.005	0.022	0.018
Si	32.654	16.383	5.383	0.015	0.029	0.014
Si	35.356	2.802	5.231	-0.001	-0.019	-0.003
Si	32.566	5.404	5.201	-0.025	-0.022	-0.013
Si	35.339	8.182	5.22	0.012	-0.01	-0.027
Si	32.611	10.912	5.279	-0.024	-0.003	0.028
Si	35.376	13.636	5.249	-0.005	0.014	-0.02
Si	38.111	16.346	5.189	-0.008	0.002	0.016
Si	40.86	2.771	5.111	0.025	-0.002	0.007
Si	38.134	5.556	5.164	0.009	-0.003	-0.005
Si	40.872	8.275	5.068	0.002	0.009	0.007
Si	38.128	10.961	5.184	0.001	0.025	-0.001
Si	40.936	13.659	5.098	-0.01	0.031	-0.018
Si	43.733	0.105	5.04	0.041	-0.034	-0.023
Si	46.374	2.812	5.237	0.027	-0.005	0.007
Si	43.554	5.437	5.099	-0.012	-0.01	-0.017
Si	46.382	8.131	5.176	-0.001	-0.002	-0.011
Si	43.65	10.927	5.052	-0.014	0	-0.026
Si	46.421	13.691	5.19	0	0.012	0.002
Si	49.184	16.257	5.493	-0.013	-0.026	-0.018
Si	51.838	2.732	5.565	0.026	0.012	0.013
Si	49.04	5.403	5.385	-0.041	-0.084	0.02
Si	51.757	8.18	5.521	-0.013	0.021	-0.024
Si	49.06	10.816	5.417	-0.049	-0.032	-0.009
Si	51.842	13.523	5.542	-0.051	-0.017	-0.017
Si	54.644	16.286	5.681	0.028	0.053	0.035
Si	57.305	2.6	5.634	-0.04	0.008	0.022
Si	54.444	5.442	5.67	-0.02	-0.016	0
Si	57.246	8.045	5.515	-0.027	-0.013	-0.024
Si	54.517	10.857	5.763	0.023	0.004	0.04
Si	57.188	13.595	5.679	-0.02	0.013	0.014
Si	59.956	16.312	5.59	-0.018	0.003	-0.055
Si	62.665	2.765	5.546	0.019	-0.024	-0.031
Si	59.834	5.351	5.499	-0.033	-0.016	-0.011
Si	62.519	8.107	5.612	-0.025	0.006	-0.026
Si	59.957	10.851	5.607	-0.016	-0.008	0.019
Si	62.615	13.585	5.531	0.024	0.012	0.004
Si	1.353	14.919	17.86	0.011	0.014	-0.004
Si	4.087	1.362	17.841	0.017	0.004	-0.008
Si	1.375	4.13	17.863	0.006	0.011	-0.009
Si	4.035	6.795	17.871	0.005	-0.018	0.01
Si	1.303	9.503	17.878	-0.002	-0.013	-0.004
Si	4.077	12.228	17.857	-0.015	0.025	0
Si	6.835	14.959	17.836	-0.022	0.017	-0.003
Si	9.521	1.315	17.805	-0.014	-0.008	-0.027
Si	6.831	4.041	17.819	0.008	0	-0.026
Si	9.523	6.744	17.782	0.008	-0.019	0.004
Si	6.803	9.527	17.854	0.015	0.006	-0.007
Si	9.558	12.214	17.852	-0.004	0.008	0.005
Si	12.276	14.903	17.805	-0.014	-0.008	-0.002
Si	15.015	1.287	17.734	-0.027	0.009	0.002
Si	12.247	3.986	17.721	-0.006	0.012	-0.012
Si	15.051	6.776	17.659	0.007	-0.003	0.003
Si	12.291	9.472	17.73	0.019	-0.029	-0.012
Si	15.029	12.219	17.725	0.008	0.008	0.006
Si	17.754	14.911	17.73	-0.029	0.018	0.007
Si	20.472	1.284	17.65	-0.016	0.012	0.005
Si	17.774	4.035	17.638	-0.021	-0.002	-0.003
Si	20.497	6.759	17.612	0.01	0.019	0.002
Si	17.797	9.49	17.639	0.003	-0.005	-0.008
Si	20.53	12.237	17.642	0	0.013	-0.006
Si	23.221	14.94	17.609	0.001	0.03	-0.002
Si	25.96	1.35	17.564	0.01	-0.011	0.006
Si	23.147	3.974	17.474	-0.029	-0.016	-0.007
Si	25.956	6.707	17.475	-0.002	0.016	-0.001
Si	23.266	9.515	17.588	0.046	-0.029	0.023
Si	25.958	12.173	17.523	-0.061	0.01	-0.002
Si	28.717	14.967	17.562	0.028	0.009	0.024
Si	31.409	1.374	17.548	0.001	-0.004	0.01
Si	28.643	4.039	17.472	0.007	-0.035	-0.026
Si	31.323	6.831	17.537	-0.021	0.01	0.015
Si	28.653	9.455	17.423	0.011	0.002	0.013
Si	31.357	12.217	17.478	-0.018	-0.013	0.039
Si	34.094	15.027	17.352	-0.009	0.023	-0.018
Si	36.763	1.44	17.471	-0.003	-0.025	0.007
Si	34.08	4.086	17.54	-0.005	0.006	-0.005
Si	36.734	6.858	17.515	0.021	0.001	0.035
Si	34.028	9.566	17.338	-0.043	-0.017	-0.016
Si	36.712	12.325	17.445	-0.007	0.025	0.045
Si	39.478	15.074	17.358	0.032	0.026	0.005
Si	42.124	1.442	17.469	-0.009	0.005	0.016
Si	39.449	4.205	17.383	-0.003	0.025	-0.024
Si	42.125	6.943	17.48	-0.001	-0.021	-0.02
Si	39.375	9.578	17.499	-0.015	-0.004	0.024
Si	42.08	12.346	17.375	0.017	-0.025	-0.005
Si	44.847	15.006	17.498	0.014	-0.016	0.02
Si	47.546	1.424	17.562	-0.014	0.019	-0.009
Si	44.819	4.134	17.455	0.013	0.018	-0.036
Si	47.51	6.841	17.505	-0.024	-0.024	-0.023
Si	44.853	9.613	17.466	0.025	0.004	0.02
Si	47.533	12.252	17.621	0	-0.026	-0.002
Si	50.264	14.966	17.611	-0.011	-0.001	-0.005
Si	52.96	1.45	17.763	-0.005	0.01	0.003
Si	50.239	4.126	17.72	0.003	0.028	0.019
Si	52.919	6.823	17.807	-0.006	0.002	-0.004
Si	50.193	9.493	17.675	-0.01	-0.014	0.034
Si	53.019	12.297	17.685	0.033	0.037	0.022
Si	55.694	14.964	17.751	-0.007	-0.015	-0.006
Si	58.438	1.395	17.851	0.002	0.026	-0.005
Si	55.643	4.108	17.85	-0.031	0.023	-0.005
Si	58.393	6.829	17.873	0	-0.001	-0.008
Si	55.662	9.491	17.85	-0.012	0.003	0.014
Si	58.444	12.236	17.824	0.035	-0.013	-0.006
Si	61.163	14.967	17.864	0.016	0	-0.006
Si	63.878	1.383	17.813	-0.015	0.001	-0.012
Si	61.122	4.073	17.881	-0.011	-0.01	-0.002
Si	63.902	6.799	17.883	0.026	-0.004	-0.014
Si	61.148	9.527	17.857	-0.004	-0.012	-0.009
Si	63.877	12.222	17.899	-0.005	0.016	0.01
Si	2.771	16.257	19.171	0.005	0.015	-0.039
Si	5.411	2.77	19.193	-0.026	0.025	-0.034
Si	2.698	5.468	19.315	0.009	-0.015	0.008
Si	5.415	8.164	19.178	-0.034	0.001	-0.03
Si	2.634	10.917	19.19	-0.006	0.017	0.004
Si	5.513	13.559	19.177	0.014	-0.01	-0.038
Si	8.144	16.345	19.223	0.003	0.027	0.026
Si	10.932	2.61	19.152	0.045	-0.008	-0.03
Si	8.246	5.326	19.186	-0.034	-0.026	-0.005
Si	10.886	8.14	19.076	-0.03	-0.013	-0.003
Si	8.164	10.891	19.233	-0.033	0.004	-0.007
Si	10.965	13.528	19.224	0.037	-0.012	0.046
Si	13.64	16.271	19.146	0.025	0.015	-0.025
Si	16.454	2.645	19	0.031	-0.002	-0.025
Si	13.601	5.439	18.94	-0.007	0.015	-0.004
Si	16.522	8.064	19.003	0.037	-0.062	-0.048
Si	13.708	10.796	19.05	-0.018	0.011	-0.018
Si	16.365	13.586	19.114	-0.017	0.007	0.004
Si	19.168	16.234	19.087	0.032	-0.03	-0.005
Si	21.814	2.699	18.947	0.003	0.045	0.022
Si	19.132	5.406	18.991	-0.006	0.004	-0.032
Si	21.936	8.103	18.912	-0.041	-0.024	-0.006
Si	19.18	10.857	18.973	-0.007	-0.032	0.009
Si	21.878	13.616	19.026	-0.026	0.005	0.005
Si	24.632	16.292	18.929	-0.024	0.01	-0.007
Si	27.366	2.691	18.919	0.017	-0.009	0.013
Si	24.593	5.261	18.735	0.074	-0.009	-0.019
Si	27.378	8.038	18.793	-0.027	-0.015	0.013
Si	24.65	10.856	18.978	-0.025	0.034	-0.047
Si	27.342	13.539	18.827	0.047	-0.015	-0.046
Si	30.109	16.323	18.96	0.015	0.002	-0.027
Si	32.766	2.724	18.957	-0.029	-0.011	-0.005
Si	29.919	5.416	18.851	-0.044	0.011	0.016
Si	32.746	8.269	18.79	0.006	0.019	-0.031
Si	29.972	10.793	18.809	-0.026	0.009	-0.03
Si	32.777	13.669	18.694	0.007	-0.02	-0.018
Si	35.388	16.354	18.791	0.013	-0.016	-0.032
Si	38.129	2.879	18.764	0.004	0.029	0.005
Si	35.425	5.459	18.909	-0.009	0.006	-0.003
Si	38	8.258	18.944	-0.018	0.02	-0.018
Si	35.308	10.901	18.736	-0.008	-0.027	0.014
Si	38.072	13.81	18.693	-0.009	-0.027	-0.034
Si	40.778	16.384	18.818	0.017	-0.005	0.017
Si	43.483	2.8	18.828	0.006	-0.009	-0.023
Si	40.737	5.578	18.782	-0.022	0.032	0.006
Si	43.43	8.386	18.831	0.017	0.011	0.026
Si	40.72	11.04	18.753	-0.001	0.01	-0.059
Si	43.427	13.639	18.771	-0.009	-0.003	-0.018
Si	46.177	16.383	18.877	-0.018	-0.034	0.011
Si	48.872	2.726	19.021	-0.004	-0.01	0.047
Si	46.115	5.518	18.813	0	-0.006	-0.035
Si	48.758	8.114	19.01	0.013	0.009	-0.003
Si	46.189	10.839	18.966	0.013	-0.008	-0.051
Si	48.929	13.595	18.966	-0.003	-0.005	-0.005
Si	51.557	16.356	18.99	-0.002	-0.024	-0.033
Si	54.217	2.834	19.247	0.028	-0.005	0.06
Si	51.476	5.541	19.182	-0.018	0.051	-0.024
Si	54.29	8.113	19.238	-0.018	-0.007	0.017
Si	51.627	10.891	18.909	-0.024	-0.039	0.005
Si	54.351	13.631	19.14	-0.001	-0.01	0.036
Si	57.014	16.343	19.104	-0.003	0.014	-0.01
Si	59.783	2.717	19.291	0.023	0.002	0.026
Si	57.019	5.45	19.212	0.053	0.017	-0.009
Si	59.717	8.251	19.219	-0.027	0.007	-0.028
Si	57.072	10.861	19.152	0.001	-0.014	-0.012
Si	59.796	13.59	19.204	-0.011	0.009	0.002
Si	62.526	16.369	19.189	-0.008	0.005	-0.033
Si	65.234	2.772	19.12	-0.024	0.005	-0.076
Si	62.492	5.451	19.195	0.011	-0.002	-0.021
Si	65.261	8.127	19.287	0.008	0.008	-0.015
Si	62.537	10.815	19.251	0.014	-0.012	-0.002
Si	65.227	13.614	19.243	0.01	0.008	-0.01
Si	1.36	1.386	20.345	-0.045	0.018	0.04
Si	4.136	4.144	20.652	0.069	-0.007	0.011
Si	1.309	6.798	20.727	-0.029	0.015	0.035
Si	4.004	9.559	20.495	0.031	-0.044	0.023
Si	1.245	12.218	20.619	0.032	-0.039	0.004
Si	4.165	14.877	20.53	-0.012	0.045	0.046
Si	6.721	1.427	20.562	0.053	-0.067	0.052
Si	9.65	3.942	20.583	-0.009	0.047	0.067
Si	6.804	6.714	20.416	-0.034	-0.007	-0.003
Si	9.548	9.476	20.491	0.043	-0.024	0.003
Si	6.832	12.269	20.656	-0.018	0.04	0.03
Si	9.547	14.951	20.525	0.056	-0.029	0.028
Si	12.274	1.266	20.563	-0.044	0.001	0.028
Si	15.055	4.111	20.155	0.021	-0.028	0.018
Si	12.208	6.715	20.366	0.025	-0.058	-0.006
Si	15.136	9.397	20.288	-0.042	0.086	0.017
Si	12.375	12.049	20.518	-0.02	0.01	-0.007
Si	14.966	14.916	20.533	-0.001	-0.048	0.043
Si	17.792	1.269	20.422	-0.051	0.045	0.097
Si	20.405	4.006	20.356	0.064	-0.062	0.023
Si	17.909	6.779	20.457	0.007	0.032	0.014
Si	20.615	9.503	20.266	0.038	0.038	0.06
Si	17.819	12.206	20.352	0.007	-0.044	0.027
Si	20.561	14.92	20.53	-0.001	0.048	0.044
Si	23.265	1.386	20.234	0.054	0.011	0.02
Si	25.961	4.051	20.225	-0.007	0.09	-0.011
Si	23.309	6.592	20.105	-0.033	0.091	0.031
Si	26.029	9.329	20.159	-0.013	0.051	-0.004
Si	23.338	12.327	20.331	0.069	-0.04	0.013
Si	26.048	14.879	20.211	-0.038	-0.041	-0.008
Si	28.724	1.344	20.329	0.014	-0.031	0.045
Si	31.355	4.149	20.191	0.017	0.018	0.023
Si	28.589	6.707	20.351	-0.051	-0.018	-0.011
Si	31.34	9.497	20.229	0.003	0.008	0.054
Si	28.67	12.179	20.192	-0.034	-0.015	0.046
Si	31.545	14.902	20.223	-0.007	-0.033	-0.056
Si	34.154	1.334	20.309	0.027	0.031	-0.003
Si	36.85	4.162	20.284	-0.001	-0.012	0.032
Si	34.04	6.88	20.169	-0.043	-0.01	0.004
Si	36.531	9.636	20.271	0.023	-0.01	0.035
Si	34.049	12.319	20.096	0.006	0.004	0.042
Si	36.776	15.079	20.19	0.027	0.054	0.034
Si	39.41	1.479	20.119	-0.035	-0.082	-0.037
Si	42.116	4.233	20.093	-0.016	-0.002	-0.016
Si	39.456	6.927	20.246	-0.005	0.004	0.011
Si	42.101	9.847	20.186	0.001	0.062	-0.073
Si	39.294	12.384	20.031	0	-0.004	0.046
Si	42.17	15.017	20.173	-0.021	-0.003	-0.016
Si	44.777	1.396	20.222	0.002	-0.01	-0.002
Si	47.409	4.15	20.2	-0.015	0.03	0.041
Si	44.781	6.964	20.092	0.05	-0.02	0.007
Si	47.473	9.448	20.454	-0.051	0.011	0.026
Si	44.711	12.238	20.122	-0.019	0.005	-0.011
Si	47.599	15.075	20.22	0.018	-0.006	0.019
Si	50.24	1.338	20.422	-0.023	-0.023	0.036
Si	52.798	4.277	20.64	-0.019	0.002	0.028
Si	49.986	6.822	20.559	0.041	-0.068	-0.006
Si	52.82	9.552	20.408	-0.008	0.006	0.051
Si	50.254	12.137	20.3	0.001	-0.016	-0.015
Si	52.885	15.036	20.376	0.005	0	-0.048
Si	55.596	1.334	20.459	0.024	-0.022	0.016
Si	58.318	4.057	20.598	-0.045	0.015	-0.036
Si	55.702	6.774	20.647	-0.053	0.033	0.029
Si	58.372	9.599	20.662	0.025	-0.016	0.006
Si	55.747	12.229	20.479	-0.018	0.044	0.004
Si	58.395	15.021	20.464	0.021	-0.02	0.01
Si	61.225	1.364	20.635	-0.007	0.014	-0.022
Si	63.879	4.092	20.532	0.025	-0.059	0.038
Si	61.08	6.845	20.471	0.006	-0.02	0.008
Si	63.86	9.416	20.664	-0.067	0.045	-0.014
Si	61.185	12.211	20.56	-0.021	0.008	0.02
Si	63.899	15.066	20.558	0.016	-0.051	0.006
Si	65.34	16.444	21.827	-0.044	-0.037	0.041
Si	2.685	2.686	21.762	0.024	0.018	0.036
Si	65.12	5.432	22.04	-0.014	0.037	0.077
Si	2.729	8.226	21.986	0.018	-0.004	0.104
Si	65.183	10.79	22.031	0.045	0.024	0.061
Si	2.722	13.575	21.87	-0.017	0.003	0.024
Si	5.444	16.301	21.943	-0.073	-0.035	-0.01
Si	8.097	2.757	21.952	-0.042	0.072	0.003
Si	5.516	5.55	22.028	-0.022	0.013	0.104
Si	8.187	8.035	21.733	0.029	-0.044	0.064
Si	5.364	10.885	21.888	-0.038	0.019	0.069
Si	8.237	13.66	22.017	0.042	-0.089	-0.035
Si	10.992	16.116	21.997	0.359	-0.299	-0.4
Si	13.702	2.846	21.563	-0.072	0.074	0.009
Si	10.992	5.376	21.945	0.043	-0.012	-0.016
Si	13.713	8.041	21.54	0.037	-0.099	0.075
Si	10.947	10.725	21.893	0.042	0.027	0.028
Si	13.664	13.453	21.914	0.024	0.046	0.003
Si	16.337	16.34	21.839	-0.026	0.029	-0.009
Si	19.057	2.691	21.836	-0.014	-0.008	0.075
Si	16.353	5.423	21.611	-0.04	0.079	0.065
Si	19.489	8.091	21.755	-0.004	-0.059	0.046
Si	16.643	10.601	21.604	0.306	-0.243	-0.435
Si	19.076	13.55	21.843	0.03	-0.048	0.075
Si	21.984	16.45	21.727	-0.012	-0.049	0.022
Si	24.851	2.508	21.586	0.193	-0.259	-0.528
Si	21.939	5.311	21.538	0.037	-0.017	0.019
Si	25.016	7.584	21.37	-0.015	-0.038	0.109
Si	22.091	10.818	21.572	-0.208	0.065	-0.748
Si	24.591	13.809	21.716	-0.337	0.356	-0.456
Si	27.557	16.023	21.581	0.143	-0.03	-0.053
Si	30.062	2.836	21.612	-0.154	-0.053	-0.756
Si	26.641	5.854	21.606	0.081	0.175	-0.554
Si	30.48	7.624	21.441	0.121	-0.136	-0.564
Si	27.51	10.558	21.496	-0.069	0.2	-0.757
Si	30.412	13.186	21.417	0.021	-0.022	0.013
Si	33.13	16.008	21.672	0.017	-0.048	0
Si	35.924	2.356	21.511	0.022	-0.037	0.086
Si	32.242	5.984	21.366	-0.195	0.089	-0.618
Si	35.245	8.144	21.747	0.437	-0.131	-0.353
Si	32.204	11.403	21.347	-0.006	-0.011	-0.099
Si	35.853	13.27	21.41	0.071	-0.105	0.023
Si	37.643	0.63	21.455	-0.236	0.138	-0.456
Si	40.896	2.756	21.395	0.01	-0.02	0.025
Si	38.214	5.517	21.705	0.012	0.01	0.029
Si	40.699	8.551	21.47	-0.084	0.05	0.004
Si	37.659	11.401	21.395	-0.069	0.029	-0.055
Si	40.566	13.807	21.362	0.224	-0.15	-0.649
Si	43.493	16.345	21.621	0.027	-0.039	0.134
Si	46.063	2.799	21.541	0.03	0.008	0.044
Si	43.307	5.759	21.39	-0.044	0.051	-0.015
Si	45.989	8.069	21.787	0.046	-0.003	0.053
Si	43.456	11.073	21.744	0.037	0.051	0.129
Si	46.269	13.493	21.25	-0.185	0.273	-0.643
Si	48.867	16.312	21.813	0.012	0.022	0.032
Si	51.405	2.795	21.881	-0.024	-0.025	0.026
Si	48.509	5.38	21.873	0.009	0.049	0.1
Si	50.981	8.672	21.677	-0.018	0.057	-0.001
Si	49.286	10.417	21.659	0	0.067	0.081
Si	51.608	13.534	21.619	-0.018	0.037	-0.008
Si	54.126	16.411	21.834	0.034	0.011	0.024
Si	56.924	2.625	21.89	-0.005	0.035	0.034
Si	54.294	5.525	22.115	0.025	0.011	0.029
Si	57.038	8.177	22.051	0.036	0.003	0.032
Si	54.288	10.85	21.72	0.032	0.015	-0.055
Si	57.077	13.667	21.85	0.016	-0.038	0.038
Si	59.818	16.279	21.876	0.058	-0.051	0.017
Si	62.635	2.707	22.005	0.01	0.014	0.026
Si	59.749	5.465	21.818	0.018	0.024	0.048
Si	62.406	8.07	21.984	0.031	-0.007	0.116
Si	59.761	11.001	22.03	-0.022	0.029	0.001
Si	62.545	13.657	21.839	0.009	0.005	0.056
Si	1.858	15.469	22.949	0.155	0.152	-0.584
Si	3.533	0.896	23.015	-0.057	-0.267	-0.622
Si	0.96	3.623	23.022	-0.123	-0.003	-0.543
Si	4.642	7.478	23.147	0.204	-0.029	-0.733
Si	1.543	9.719	23.399	-0.175	-0.164	-0.671
Si	3.749	11.982	23.278	0.148	0.029	-0.736
Si	7.173	15.393	23.302	-0.034	0.089	0.071
Si	8.643	1.015	23.452	-0.566	-0.076	-0.42
Si	7.379	4.654	23.196	0.085	0.203	-0.709
Si	9.144	6.343	23.098	-0.139	-0.179	-0.535
Si	6.449	9.073	22.882	-0.337	-0.21	-0.611
Si	9.98	12.501	23.166	0.24	0.19	-0.479
Si	11.827	14.22	23.153	-0.246	-0.206	-0.58
Si	15.356	1.91	22.861	0.175	0	-0.624
Si	12.987	4.555	23.037	-0.017	0.243	-0.571
Si	14.642	6.388	22.889	-0.148	-0.288	-0.546
Si	12.387	9.192	23.03	-0.171	0.084	-0.664
Si	15.215	12.611	23.49	-0.456	0.225	-0.408
Si	17.498	14.749	23.113	0.084	0.177	-0.713
Si	20.781	1.609	23.087	-0.228	-0.065	-0.729
Si	17.06	3.596	22.83	-0.021	-0.112	-0.63
Si	21.345	7.13	22.868	0.123	0.173	-0.556
Si	18.184	9.534	22.997	0.048	-0.12	-0.678
Si	19.981	12.071	23.455	-0.323	0.355	-0.515
Si	23.869	15.703	22.928	0.199	0.115	-0.615
Si	25.884	0.78	22.81	-0.274	-0.23	-0.414
Si	22.815	3.984	23.241	-0.352	0.251	-0.63
Si	26.72	5.325	24.79	0.02	-0.052	-0.212
Si	23.414	8.371	22.894	-0.065	-0.661	-0.393
Si	25.79	11.793	23.803	-0.003	-0.003	-0.04
Si	29.227	14.749	22.83	-0.206	-0.389	-0.649
Si	31.563	0.573	23.135	0.51	-0.147	-0.369
Si	29.265	3.747	24.274	-0.086	-0.054	-0.107
Si	33.56	5.485	24.257	-0.359	-0.216	0.339
Si	29.267	9.106	23.606	0.109	-0.088	-0.043
Si	31.606	10.149	25.264	0.012	-0.118	-0.076
Si	34.429	14.372	22.956	0.265	0.254	-0.586
Si	35.456	13.852	25.829	-0.126	-0.102	-0.141
Si	35.372	2.932	23.738	0.094	-0.049	-0.623
Si	37.112	7.253	22.926	-0.37	-0.477	-0.549
Si	33.265	11.754	23.34	-0.22	-0.287	-0.579
Si	38.273	6.432	25.441	-0.002	0.091	0.001
Si	39.493	15.844	23.361	0.052	0.147	0.052
Si	42.03	1.344	22.898	0.55	0.286	-0.09
Si	39.742	4.07	22.863	-0.221	0.171	-0.626
Si	42.393	7.524	22.758	-0.015	0.065	0.043
Si	39.016	9.852	22.646	0.209	0.254	-0.567
Si	42.561	12.671	23.317	0.425	-0.275	-0.48
Si	44.633	15.055	23.255	-0.306	0.456	-0.418
Si	47.668	1.72	22.937	0.006	0.013	-0.01
Si	44.804	4.5	22.62	0.277	0.093	-0.303
Si	46.528	6.087	23.085	0.036	0.028	-0.609
Si	44.239	9.169	22.936	-0.003	0.029	0.082
Si	48.127	12.002	23.003	0.551	-0.634	-0.055
Si	50.037	14.536	23.013	0.167	0.387	-0.615
Si	53.179	1.876	23.183	-0.006	-0.058	0.086
Si	49.4	3.522	23.033	-0.038	-0.053	-0.048
Si	53.946	7.373	23.69	-0.039	0.031	-0.016
Si	51.779	8.337	23.836	0.384	-0.332	-0.519
Si	53.209	12.483	22.976	-0.4	-0.528	-0.104
Si	55.33	14.78	23.002	0.125	0.081	-0.79
Si	58.448	1.318	23.165	-0.019	-0.029	0.141
Si	55.083	3.507	23.161	-0.171	-0.111	-0.475
Si	58.697	6.975	23.3	-0.273	-0.182	-0.663
Si	55.29	9.31	23.186	-0.103	-0.282	-0.499
Si	58.92	12.93	23.208	0.189	0.051	-0.595
Si	60.799	14.531	23.145	-0.229	-0.09	-0.52
Si	64.592	1.911	23.176	-0.038	0.078	-0.518
Si	61.414	4.407	23.062	0.328	0.167	-0.475
Si	63.141	6.171	23.246	-0.08	-0.196	-0.776
Si	60.838	9.311	23.278	0.236	0.173	-0.765
Si	63.91	12.36	23.244	-0.042	-0.104	-0.718
Si	6.195	4.302	26.075	-0.012	-0.022	-0.192
Si	6.579	15.303	25.625	0.031	-0.097	-0.712
Si	7.852	3.241	28.419	0.096	-0.095	-0.051
Si	2.092	1.136	27.565	-0.096	-0.004	0.005
Si	2.552	9.728	33.3	-0.416	0.263	0.397
Si	4.577	1.522	25.879	0.01	0.022	-0.113
Si	13.56	2.529	25.278	0.136	0.058	-0.18
Si	6.459	6.886	30.492	0.055	0.078	0.044
Si	9.171	5.575	29.632	0.04	-0.032	0.152
Si	11.118	10.346	29.501	-0.022	-0.041	0.015
Si	12.199	11.593	27.229	0.02	0.041	-0.148
Si	7.375	1.542	30.712	0.007	-0.09	0.163
Si	13.123	5.381	29.556	-0.053	0.097	-0.029
Si	17.598	2.889	25.458	-0.205	0.157	0.052
Si	18.129	9.712	29.075	-0.124	0.004	0.057
Si	22.539	7.281	27.92	0.067	-0.025	0.022
Si	14.163	10.559	25.245	0.073	0.009	-0.095
Si	17.675	2.584	30.007	0.008	0.066	0.054
Si	18.896	0.389	24.996	0.078	-0.052	-0.052
Si	22.076	5.842	25.449	-0.075	0.094	-0.185
Si	17.602	12.394	27.92	-0.005	-0.024	0.06
Si	22.02	10.026	27.38	-0.001	0.03	-0.056
Si	24.108	15.108	26.003	0.065	0.064	-0.075
Si	20.916	10.966	29.889	-0.013	-0.054	0.05
Si	17.663	7.057	27.555	0.051	-0.087	-0.101
Si	24.915	8.091	32.707	0.193	-0.072	-0.083
Si	25.942	3.463	26.952	-0.023	-0.013	-0.037
Si	27.157	8.212	25.782	0.122	-0.01	-0.052
Si	29.209	11.773	29.116	0.144	0.16	0.036
Si	24.447	9.693	25.424	-0.021	-0.095	-0.155
Si	27.594	1.505	25.351	-0.077	0.031	-0.134
Si	30.225	1.945	28.948	0.011	0.002	0.107
Si	29.24	7.539	28.03	0.043	-0.021	-0.049
Si	38.742	10.892	25.402	-0.03	0.001	0.122
Si	20.3	12.296	26.419	0.134	0.141	-0.059
Si	32.783	7.655	31.548	-0.113	-0.045	0.063
Si	30.599	13.999	27.719	-0.02	-0.05	0.136
Si	38.853	5.745	28.151	0.071	0.009	-0.122
Si	38.122	3.252	25.145	0.048	0.025	-0.003
Si	41.575	6.452	27.308	0.023	0.013	0.122
Si	32.058	4.436	25.656	0.347	0.374	-0.357
Si	44.746	9.42	25.249	-0.044	-0.006	-0.673
Si	33.946	8.457	24.502	0.015	0.044	-0.064
Si	43.515	2.529	24.451	-0.446	-0.339	-0.568
Si	43.257	11.694	25.963	-0.006	0.033	0.025
Si	41.577	11.81	28.48	0.028	-0.051	-0.061
Si	40.975	3.195	32.319	0.022	-0.11	0.046
Si	46.259	0.93	24.729	0.416	0.064	-0.408
Si	43.054	2.034	27.388	0.063	-0.035	0.007
Si	50.822	9.285	30.588	-0.084	0.014	-0.024
Si	50.424	6.85	26.16	-0.173	-0.073	0.067
Si	49.803	11.969	29.556	-0.023	-0.081	0.024
Si	48.128	13.299	27.525	0.088	-0.016	0.076
Si	45.824	6.626	26.146	-0.358	-0.411	0.31
Si	53.095	2.818	27.978	0.044	-0.155	-0.072
Si	50.711	13.638	25.742	0.004	0.057	-0.07
Si	52.368	11.35	24.82	0.266	0.373	-0.444
Si	47.933	6.421	32.17	0.222	-0.208	0.124
Si	52.277	1.929	25.427	0.247	-0.158	-0.574
Si	56.442	12.323	27.864	-0.092	-0.028	-0.122
Si	62.567	15.359	25.645	-0.09	-0.063	-0.066
Si	56.625	2.93	25.712	0.126	-0.163	-0.247
Si	54.69	7.222	29.658	0.029	0.041	0.145
Si	58.136	13.866	26.026	-0.106	-0.001	-0.029
Si	57.183	16.43	24.731	0.425	0.342	-0.605
Si	54.847	10.294	26.088	0.036	0.081	-0.061
Si	61.509	1.684	26.777	-0.082	-0.291	0.594
Si	5.015	7.289	26.196	0.118	0.135	-0.164
Si	63.207	6.968	26.366	0.027	-0.039	-0.018
Si	65.159	9.197	25.989	0.085	-0.072	-0.015
Si	57.982	6.802	26.219	0.064	-0.072	0.057
Si	65.427	14.245	25.049	-0.025	0.006	0.065
Si	0.868	14.823	27.717	0.093	-0.082	0.006
Si	2.611	15.75	29.783	-0.047	-0.024	0.089
Si	62.52	10.768	25.371	-0.083	0.052	0.051
Si	4.133	8.27	28.814	-0.073	0.059	0.119
Si	59.444	15.533	30.463	0.036	0.003	0.083
Si	1.925	14.504	32.467	0.177	0.158	0.768
Si	5.578	15.515	30.396	-0.06	0.112	0.175
Si	11.302	7.421	28.192	0.049	0.002	-0.006
Si	9.597	10.74	25.726	-0.062	0.117	-0.084
Si	10.714	7.883	25.112	-0.064	-0.137	0.102
Si	5.117	12.523	26.011	0.049	-0.031	-0.063
Si	8.669	0.854	26.478	-0.115	0.064	-0.157
Si	10.291	1.63	31.896	-0.13	0.099	0.142
Si	14.896	12.386	31.925	-0.039	0.025	0.138
Si	16.15	8.155	25.024	-0.098	0.015	-0.197
Si	15.535	14.62	27.4	0.125	0.06	0.017
Si	11.784	0.75	26.838	0.08	0.145	-0.111
Si	13.432	2.7	28.237	0.078	-0.036	0.005
Si	19.654	4.668	26.957	-0.079	0.06	-0.086
Si	16.309	5.389	29.839	-0.001	-0.121	0.121
Si	15.068	1.55	30.684	-0.067	0.037	-0.055
Si	22.164	14.163	28.216	0.102	-0.078	0.028
Si	17.445	0.884	27.429	-0.049	0.006	-0.142
Si	21.999	0.516	29.478	0.054	-0.015	-0.028
Si	22.499	5.204	29.941	0.101	-0.142	-0.019
Si	27.443	0.549	29.683	-0.048	0.266	0.706
Si	27.58	3.885	31.658	-0.143	-0.646	0.092
Si	29.167	14.497	30.189	-0.064	-0.015	-0.032
Si	24.766	1.027	27.938	-0.03	-0.05	0.032
Si	25.748	14.046	32.637	0.055	-0.097	0.032
Si	34.323	2.532	30.468	-0.049	0.008	-0.055
Si	29.774	7.756	30.967	0.054	-0.049	0.02
Si	31.27	9.754	28.253	-0.082	0.037	0.038
Si	29.664	9.567	33.198	-0.513	0.483	0.326
Si	32.241	11.382	32.692	0.056	0.125	0.094
Si	26.354	12.931	26.322	0.114	0.108	0.082
Si	41.142	6.396	24.385	0.17	0.312	-0.265
Si	41.13	2.495	29.485	0.1	-0.109	-0.094
Si	37.353	6.899	32.486	-0.28	0.218	0.477
Si	36.042	13.736	32.776	0.287	-0.294	0.452
Si	35.559	10.93	24.963	-0.007	0.043	0.08
Si	38.625	14.017	25.827	-0.002	-0.072	-0.1
Si	49.595	6.375	30.473	-0.343	-0.148	0.533
Si	37.307	14.412	30.168	-0.04	-0.029	0.021
Si	38.315	2.821	28.077	0.02	0.016	-0.028
Si	41.23	8.903	32.165	-0.075	0.067	0.068
Si	38.678	1.04	32.457	0.043	-0.027	0.044
Si	46.222	11.809	25.583	0.101	-0.022	-0.041
Si	47.847	4.021	32.314	0.289	0.487	-0.08
Si	49.527	0.853	31.237	-0.206	0.008	0.249
Si	48.266	7.26	28.08	-0.038	0.089	0.043
Si	46.237	7.983	30.053	0.093	-0.177	-0.002
Si	45.561	3.123	28.715	-0.086	-0.019	0.73
Si	47.855	12.811	31.65	0.003	0.046	-0.002
Si	50.876	0.812	27.705	0.009	0.052	-0.153
Si	49.797	3.884	25.289	-0.106	-0.022	-0.549
Si	54.919	7.375	25.849	-0.185	-0.045	-0.48
Si	51.754	14.237	28.38	-0.04	0.071	-0.01
Si	51.865	15.616	32.324	-0.02	0.009	-0.002
Si	47.454	15.289	29.791	0.01	-0.005	0.099
Si	63.391	4.112	27.331	-0.061	-0.128	0.006
Si	59.462	2.726	24.797	-0.142	-0.333	-0.532
Si	56.069	9.888	32.308	-0.078	-0.025	-0.041
Si	52.873	12.899	32.497	0.271	0.154	0.666
Si	55.97	2.93	28.74	-0.039	-0.088	-0.009
Si	61.429	0.897	28.982	-0.029	0.261	-0.75
Si	57.202	5.669	28.894	0.003	-0.047	-0.056
Si	63.173	14.763	28.499	0.034	-0.029	-0.152
Si	1.496	8.419	30.563	0.086	-0.006	0.043
Si	60.531	8.047	27.543	0.013	-0.151	-0.055
Si	59.656	6.999	30.176	0.017	0.011	0.052
Si	61.459	10.909	28.288	0.059	-0.103	-0.114
Si	63.62	12.039	29.862	0.046	0.011	0.156
Si	2.25	4.533	33.042	0.061	-0.186	0.503
Si	65.443	6.511	32.384	0.001	0.022	0.128
Si	6.836	9.814	25.844	-0.046	-0.144	-0.056
Si	5.159	5.345	32.675	-0.046	0.004	0.274
Si	4.105	12.371	32.928	-0.078	0.353	0.602
Si	5.785	0.589	32.966	-0.025	-0.013	0.105
Si	14.551	2.886	33.245	0.449	-0.333	0.386
Si	0.377	2.909	25.712	0.079	-0.236	-0.196
Si	12.22	10.926	32.262	0.068	0.005	0.051
Si	5.856	12.516	30.571	0.072	-0.022	0.027
Si	10.001	12.969	32.757	-0.262	0.147	0.636
Si	11.889	15.336	31.9	0.01	-0.031	0.2
Si	14.394	14.849	30.257	-0.035	0.055	0.058
Si	8.002	8.796	32.454	0.024	0.038	0.149
Si	17.294	10.568	31.687	0.075	-0.002	0.085
Si	3.796	11.384	28.544	0.131	-0.123	-0.101
Si	8.577	11.212	30.661	-0.06	0.002	0.054
Si	11.106	4.702	31.8	-0.055	-0.01	0.086
Si	12.983	14.457	26.136	-0.047	-0.029	-0.246
Si	16.163	5.655	32.842	-0.127	0.074	0.117
Si	18.975	12.961	30.55	0.014	-0.102	0.038
Si	20.432	3.047	29.536	0.087	0.011	0.029
Si	19.05	14.95	32.839	-0.092	0.007	0.085
Si	21.59	0.529	32.61	0.021	0.04	0.025
Si	25.145	8.15	29.547	0.078	-0.054	0.129
Si	22.38	6.294	32.796	0.04	-0.107	0.105
Si	25.671	5.179	29.531	0.022	-0.064	0.092
Si	22.077	11.457	32.365	0.041	0.034	0.048
Si	24.17	12.867	30.395	-0.023	0.093	-0.022
Si	27.173	1.573	31.833	-0.017	0.411	-0.762
Si	30.211	4.954	31.028	-0.033	-0.051	0.019
Si	28.549	14.852	25.795	-0.025	-0.091	-0.097
Si	26.162	11.023	28.801	-0.005	0.131	0.06
Si	33.563	14.361	28.255	-0.041	0.014	-0.075
Si	32.99	0.924	28.225	-0.027	0.077	0.039
Si	31.598	2.559	31.775	0.002	-0.026	-0.096
Si	33.184	1.578	25.411	0.069	0.019	-0.049
Si	28.564	15.592	32.82	0.202	-0.27	0.629
Si	33.48	10.244	30.305	-0.102	-0.005	0.091
Si	35.135	12.532	30.192	0.119	0.06	0.059
Si	30.511	4.907	28.123	-0.035	-0.105	0.13
Si	42.693	11.475	31.273	-0.018	-0.085	0.114
Si	39.064	7.88	30.285	-0.003	0.124	-0.064
Si	34.73	5.33	31.594	0.039	0.039	0.142
Si	44.582	6.116	28.045	0.259	0.062	-0.565
Si	36.857	0.935	29.972	0.01	0.055	0.024
Si	40.069	9.263	27.841	-0.034	-0.055	-0.065
Si	39.86	14.152	28.539	-0.04	0.036	0.003
Si	44.753	16.239	30.729	0.011	0.206	0.146
Si	42.195	16.147	29.05	0.057	0.163	-0.034
Si	53.809	9.971	30.306	0.04	0.064	-0.094
Si	45.527	10.671	31.558	0.089	-0.077	0.03
Si	48.006	1.971	27.072	-0.026	0.044	0.09
Si	45.33	2.957	31.071	-0.142	0.145	-0.671
Si	49.97	3.723	31.564	-0.584	0.284	0.281
Si	53.052	5.9	27.594	0	-0.101	-0.042
Si	55.18	6.97	32.616	0.001	0.042	0.106
Si	50.847	10.638	33.145	0.278	-0.209	0.435
Si	54.055	12.84	29.742	-0.092	-0.062	0.115
Si	60.549	11.533	32.927	-0.008	-0.014	0.173
Si	58.695	3.013	32.544	0.064	0.023	0.124
Si	57.046	1.121	30.778	0.157	-0.142	0.016
Si	62.981	3.251	30.212	-0.059	-0.041	-0.002
Si	59.195	13.002	28.597	-0.184	0.085	-0.033
Si	54.837	16.631	32.744	-0.049	-0.032	0.144
Si	64.264	13.284	32.582	0.004	-0.335	0.698
Si	64.907	3.559	32.421	-0.091	-0.26	0.666
Si	61.023	4.914	31.861	-0.017	-0.082	0.196
Si	0.771	10.674	28.632	-0.052	-0.122	0.005
Si	58.936	9.623	31.624	-0.09	-0.073	0.092
Si	61.526	14.584	32.728	-0.135	0.314	0.518
Si	1.301	14.966	7.021	0.005	0.004	0.016
Si	3.995	1.382	7.013	-0.004	-0.008	-0.006
Si	1.341	4.073	6.964	-0.014	0.021	-0.01
Si	4.017	6.828	7.007	-0.029	0.003	-0.017
Si	1.356	9.495	7.032	0.016	-0.016	-0.007
Si	4.036	12.237	7.03	-0.011	-0.01	0.013
Si	6.766	14.944	6.996	0.009	-0.024	0.02
Si	9.477	1.395	6.94	-0.019	-0.011	0.006
Si	6.766	4.072	7.05	0.015	-0.007	0.002
Si	9.427	6.837	6.906	-0.023	0.024	-0.014
Si	6.747	9.492	6.931	0.032	-0.014	-0.017
Si	9.437	12.247	6.957	0.01	0.004	0.006
Si	12.188	14.947	6.912	0.017	-0.018	0.006
Si	14.87	1.396	6.849	-0.035	0.012	-0.005
Si	12.141	4.078	6.862	0.013	-0.011	-0.01
Si	14.855	6.81	6.819	-0.009	0.016	-0.003
Si	12.186	9.497	6.876	0.018	-0.009	0.002
Si	14.882	12.231	6.815	-0.021	-0.002	-0.002
Si	17.634	14.935	6.774	0.009	-0.007	-0.002
Si	20.347	1.332	6.782	0.012	-0.001	0.01
Si	17.571	4.102	6.814	-0.023	0.004	0.008
Si	20.336	6.83	6.743	-0.019	0.01	0.003
Si	17.641	9.555	6.761	-0.014	0.004	0.004
Si	20.332	12.262	6.682	-0.01	0.01	-0.001
Si	23.057	14.95	6.682	-0.008	-0.005	0.01
Si	25.805	1.328	6.671	0.029	-0.005	-0.016
Si	23.083	4.053	6.77	-0.002	-0.007	0.009
Si	25.826	6.768	6.683	0.018	-0.015	-0.019
Si	23.036	9.521	6.709	-0.002	-0.009	0.007
Si	25.752	12.246	6.681	0.027	0.023	-0.018
Si	28.512	15.003	6.689	-0.012	0.024	0.019
Si	31.268	1.408	6.682	-0.032	0.005	0.024
Si	28.553	4.08	6.623	-0.014	0	0.001
Si	31.267	6.79	6.609	0.011	-0.015	0.008
Si	28.53	9.487	6.715	-0.016	-0.016	0.01
Si	31.292	12.253	6.693	-0.002	-0.017	-0.003
Si	34.053	14.999	6.644	-0.004	-0.021	0.009
Si	36.754	1.413	6.542	-0.016	-0.014	0.008
Si	33.975	4.118	6.593	0.005	0.012	0.01
Si	36.757	6.864	6.555	-0.011	-0.005	0.01
Si	33.992	9.535	6.597	-0.003	0.01	0.002
Si	36.76	12.279	6.575	0.006	-0.014	0.007
Si	39.539	14.995	6.495	0.014	-0.005	-0.012
Si	42.289	1.419	6.441	0.012	0.001	-0.047
Si	39.503	4.145	6.485	0	-0.006	0.002
Si	42.213	6.857	6.445	-0.011	0.008	-0.002
Si	39.524	9.596	6.498	-0.012	-0.021	0.012
Si	42.276	12.275	6.461	0.001	-0.009	0.014
Si	44.995	15.037	6.508	-0.004	-0.007	0.008
Si	47.703	1.391	6.64	-0.011	0.029	-0.007
Si	44.929	4.13	6.552	-0.001	0.031	-0.026
Si	47.657	6.801	6.667	0.022	0.049	-0.007
Si	44.972	9.544	6.479	0.025	0.006	-0.026
Si	47.688	12.283	6.642	0.007	0.008	-0.014
Si	50.472	14.902	6.872	0.076	-0.006	0.016
Si	53.192	1.357	6.91	-0.019	-0.012	0.008
Si	50.395	4.087	6.812	-0.016	0.011	0
Si	53.089	6.835	6.94	-0.025	0.039	-0.01
Si	50.377	9.511	6.852	0.029	0.017	0.031
Si	53.123	12.228	7.009	-0.023	0.007	0.026
Si	55.91	14.946	7.082	-0.027	-0.006	0.001
Si	58.628	1.309	7.025	0.002	-0.044	0.011
Si	55.862	4.016	6.911	0.006	-0.02	-0.026
Si	58.544	6.717	6.93	0.032	0.029	-0.009
Si	55.913	9.423	6.943	0.019	-0.012	0
Si	58.57	12.201	6.96	0.013	-0.012	0.001
Si	61.274	14.93	6.941	0.024	-0.009	-0.004
Si	63.915	1.363	6.966	-0.008	-0.002	0.012
Si	61.235	4.058	6.903	0.001	-0.005	-0.02
Si	63.908	6.806	6.99	0.02	0.011	0.017
Si	61.237	9.488	7.004	0.015	0.016	0.008
Si	63.894	12.26	7.02	-0.011	0.021	0.003
Si	2.663	16.328	8.372	-0.015	0.009	0.005
Si	5.382	2.715	8.371	-0.006	0.021	-0.001
Si	2.684	5.43	8.348	0.014	-0.017	-0.003
Si	5.406	8.167	8.344	0.011	-0.01	-0.001
Si	2.699	10.867	8.387	0.004	0	0.002
Si	5.416	13.588	8.365	-0.003	-0.001	0.002
Si	8.133	16.33	8.312	0.003	0.024	-0.007
Si	10.84	2.733	8.293	0.001	0.008	0
Si	8.132	5.47	8.334	-0.005	-0.015	0.004
Si	10.827	8.157	8.262	-0.002	0.008	-0.005
Si	8.094	10.864	8.304	0.006	0.003	-0.005
Si	10.825	13.603	8.286	-0.002	0.008	-0.002
Si	13.563	16.32	8.232	0.02	-0.011	0.002
Si	16.25	2.734	8.199	0.011	-0.005	0.003
Si	13.523	5.443	8.208	-0.003	0	-0.011
Si	16.273	8.175	8.132	-0.002	0.002	-0.01
Si	13.563	10.861	8.213	0.003	-0.003	-0.005
Si	16.271	13.59	8.155	-0.001	0.008	0.001
Si	18.993	16.291	8.141	0.003	0.006	0.004
Si	21.721	2.695	8.122	0.008	0.017	0.012
Si	18.98	5.463	8.121	0.002	0.008	0.002
Si	21.703	8.173	8.102	-0.005	0.004	0.003
Si	19.008	10.905	8.107	0.006	-0.006	-0.001
Si	21.714	13.589	8.062	0.008	-0.004	-0.001
Si	24.442	16.3	8.041	-0.005	-0.003	0
Si	27.189	2.713	7.995	-0.004	0.007	-0.009
Si	24.483	5.417	8.075	-0.007	-0.018	-0.002
Si	27.169	8.132	8.056	0.022	-0.006	0.007
Si	24.419	10.877	8.053	-0.007	-0.015	-0.006
Si	27.151	13.605	8.016	0.006	-0.007	-0.004
Si	29.899	16.356	8.02	0.006	0	0.002
Si	32.655	2.765	7.993	0.001	-0.01	-0.005
Si	29.911	5.44	7.986	-0.001	0.017	-0.004
Si	32.645	8.162	7.953	0.011	-0.001	-0.005
Si	29.919	10.873	8.019	0.009	-0.004	0.005
Si	32.676	13.633	7.995	-0.009	0.008	0.004
Si	35.423	16.377	7.949	-0.002	0.015	0.003
Si	38.142	2.784	7.866	-0.009	0.004	0.01
Si	35.385	5.488	7.905	0.001	0	-0.008
Si	38.147	8.232	7.874	-0.004	0.018	-0.001
Si	35.388	10.91	7.923	0.002	-0.001	-0.001
Si	38.158	13.654	7.884	-0.006	0.017	-0.003
Si	40.903	16.381	7.831	0.007	-0.007	-0.009
Si	43.581	2.758	7.896	0.017	-0.021	0.011
Si	40.862	5.507	7.848	-0.004	0	0.013
Si	43.582	8.2	7.849	-0.014	-0.01	-0.006
Si	40.894	10.944	7.857	-0.013	0.004	0.004
Si	43.61	13.654	7.851	0	0.015	0.012
Si	46.313	16.355	7.964	0.019	-0.016	0.009
Si	49.011	2.714	8.1	-0.001	-0.011	0.001
Si	46.258	5.464	7.985	0.006	-0.004	0.006
Si	48.982	8.133	8.113	-0.011	-0.009	0.012
Si	46.279	10.906	7.936	0.008	-0.001	-0.018
Si	49.028	13.564	8.12	0.006	-0.008	0.004
Si	51.79	16.309	8.217	0.004	-0.002	0.009
Si	54.501	2.705	8.299	0.002	-0.018	0.002
Si	51.711	5.447	8.217	-0.019	-0.004	-0.009
Si	54.48	8.146	8.296	0.003	0.013	0.003
Si	51.718	10.852	8.26	-0.005	0.003	0.003
Si	54.474	13.597	8.351	0.003	0.009	-0.001
Si	57.252	16.313	8.398	0.004	-0.026	0.01
Si	59.929	2.723	8.346	0.001	-0.007	-0.006
Si	57.174	5.391	8.297	0.005	0.023	-0.002
Si	59.861	8.114	8.316	-0.016	-0.006	0.012
Si	57.212	10.833	8.313	-0.013	-0.019	-0.007
Si	59.909	13.581	8.32	-0.018	0.009	0.004
Si	62.573	16.319	8.336	-0.009	0.013	-0.002
Si	65.271	2.714	8.338	0.013	-0.016	0
Si	62.558	5.417	8.318	-0.009	0.005	-0.009
Si	65.258	8.149	8.371	-0.019	0.015	0.007
Si	62.567	10.868	8.366	-0.011	0.005	0.005
Si	65.256	13.598	8.388	0.021	-0.006	0
Si	1.329	1.37	9.734	0.023	0.023	0.006
Si	4.044	4.089	9.722	0.001	0.011	0.003
Si	1.328	6.778	9.719	-0.009	-0.011	-0.008
Si	4.068	9.517	9.73	0.004	0.018	0.002
Si	1.339	12.233	9.734	-0.014	-0.018	-0.003
Si	4.047	14.958	9.707	0.005	-0.004	-0.004
Si	6.765	1.346	9.691	-0.007	-0.019	-0.001
Si	9.496	4.091	9.668	0.018	0.016	-0.003
Si	6.764	6.804	9.7	-0.007	-0.015	0.001
Si	9.483	9.515	9.644	-0.005	-0.009	-0.006
Si	6.768	12.216	9.703	-0.003	-0.006	0
Si	9.49	14.959	9.664	0.002	-0.01	0.002
Si	12.21	1.347	9.614	-0.011	-0.003	-0.004
Si	14.903	4.088	9.565	0.001	-0.002	0.004
Si	12.191	6.788	9.61	-0.007	-0.016	0.003
Si	14.938	9.506	9.555	-0.001	-0.001	0.001
Si	12.211	12.221	9.598	0.009	0.003	-0.006
Si	14.944	14.95	9.555	0.006	0.013	-0.002
Si	17.638	1.341	9.509	-0.012	-0.006	-0.004
Si	20.355	4.075	9.459	-0.019	-0.022	-0.009
Si	17.637	6.814	9.502	0.008	0	0.001
Si	20.362	9.532	9.47	0.009	0.002	0.007
Si	17.648	12.232	9.503	0.001	-0.003	-0.004
Si	20.382	14.937	9.471	0.002	0.001	0.001
Si	23.113	1.337	9.443	0.002	0.008	0.003
Si	25.851	4.051	9.404	0.014	0.003	0.008
Si	23.102	6.791	9.415	0.007	0.019	-0.014
Si	25.812	9.516	9.39	-0.008	0.001	-0.007
Si	23.077	12.229	9.426	-0.009	-0.002	0.004
Si	25.809	14.946	9.399	-0.017	-0.005	0.007
Si	28.548	1.377	9.379	0.013	0	0.005
Si	31.289	4.105	9.347	0.013	0.009	0.011
Si	28.564	6.782	9.378	-0.014	-0.016	0.011
Si	31.3	9.513	9.341	-0.005	-0.01	0.009
Si	28.547	12.247	9.352	-0.007	0.003	-0.003
Si	31.294	14.988	9.338	-0.008	0.009	0.006
Si	34.039	1.396	9.307	-0.006	-0.003	0.01
Si	36.763	4.123	9.244	-0.013	-0.013	0
Si	34.037	6.828	9.293	-0.003	-0.003	0.007
Si	36.777	9.564	9.259	0.003	-0.01	0.01
Si	34.044	12.26	9.315	0.007	-0.003	0.005
Si	36.798	15.005	9.27	0.013	0.004	-0.001
Si	39.518	1.414	9.21	0.008	0.013	-0.01
Si	42.207	4.138	9.235	0.001	0.014	-0.007
Si	39.491	6.852	9.228	-0.001	0.004	0
Si	42.225	9.564	9.229	-0.006	0.007	0.001
Si	39.516	12.289	9.233	0.005	-0.006	0.007
Si	42.233	15.012	9.222	0.001	-0.018	-0.008
Si	44.927	1.403	9.295	0.006	0.009	-0.001
Si	47.619	4.11	9.388	0	-0.009	0
Si	44.898	6.856	9.299	0.017	0.003	0.003
Si	47.608	9.557	9.381	0.01	0.004	-0.001
Si	44.924	12.289	9.279	-0.016	0.004	-0.006
Si	47.646	14.992	9.38	-0.003	0.01	-0.009
Si	50.37	1.367	9.494	-0.006	0.004	0.003
Si	53.088	4.091	9.578	0.018	-0.003	-0.009
Si	50.332	6.811	9.527	0.003	0.013	0.003
Si	53.098	9.518	9.615	-0.011	0.004	0.005
Si	50.346	12.239	9.552	0	-0.007	0.01
Si	53.099	14.977	9.646	0.006	0.005	0.004
Si	55.834	1.356	9.685	0.004	0.021	0.004
Si	58.532	4.068	9.684	-0.012	-0.017	-0.005
Si	55.812	6.764	9.647	-0.013	-0.009	-0.001
Si	58.525	9.479	9.696	0	0.006	0.004
Si	55.828	12.202	9.663	-0.006	0.002	-0.012
Si	58.569	14.925	9.725	0.007	0.023	0.009
Si	61.236	1.35	9.721	-0.006	-0.013	0.009
Si	63.906	4.065	9.701	-0.012	-0.021	-0.006
Si	61.213	6.777	9.694	0.01	0.014	0
Si	63.92	9.518	9.731	0.024	0.02	0.005
Si	61.217	12.224	9.719	0.005	-0.018	0.002
Si	63.913	14.972	9.73	0.009	0.001	-0.004
Si	65.265	16.324	11.098	-0.01	0.006	-0.001
Si	2.694	2.725	11.085	-0.004	0	0.002
Si	65.253	5.424	11.08	0.008	0.012	-0.001
Si	2.697	8.144	11.067	0.008	-0.009	-0.001
Si	65.269	10.876	11.092	0.007	0.002	-0.003
Si	2.703	13.598	11.084	0.002	-0.005	-0.008
Si	5.417	16.309	11.063	0.006	0.005	-0.003
Si	8.138	2.718	11.026	-0.002	0.019	0
Si	5.416	5.441	11.064	-0.005	-0.002	0.007
Si	8.141	8.163	11.038	0.002	0.009	0
Si	5.42	10.875	11.086	0.01	-0.001	0.002
Si	8.144	13.586	11.031	-0.008	0.001	0.002
Si	10.869	16.311	10.999	0.006	0.013	0.002
Si	13.581	2.71	10.952	0.007	-0.003	0
Si	10.864	5.437	11.016	-0.001	-0.01	0.002
Si	13.584	8.148	10.939	0.007	-0.003	-0.002
Si	10.863	10.869	10.987	-0.006	0.002	-0.002
Si	13.592	13.586	10.93	0.014	0.008	-0.005
Si	16.31	16.303	10.906	0.007	-0.006	0.004
Si	19.021	2.704	10.842	0.003	0.011	0.004
Si	16.298	5.443	10.889	-0.008	0.007	-0.004
Si	19.024	8.161	10.847	-0.012	0.014	0
Si	16.315	10.868	10.895	0.001	-0.007	0.003
Si	19.03	13.584	10.851	0.002	0.004	0.004
Si	21.761	16.296	10.814	0.008	-0.006	0.005
Si	24.495	2.696	10.778	0.013	-0.003	0.005
Si	21.752	5.428	10.792	0.003	-0.003	-0.003
Si	24.475	8.148	10.765	0.002	0.008	0.003
Si	21.745	10.875	10.815	-0.001	-0.005	0.005
Si	24.466	13.581	10.768	-0.004	-0.009	-0.002
Si	27.198	16.312	10.727	-0.01	0.006	-0.002
Si	29.941	2.73	10.708	-0.019	0.002	0.004
Si	27.222	5.414	10.747	0.011	-0.004	0.004
Si	29.943	8.156	10.706	0.013	-0.002	0.003
Si	27.198	10.88	10.721	0.002	-0.001	0.001
Si	29.93	13.613	10.688	0.001	-0.011	-0.008
Si	32.673	16.358	10.668	0.005	0.006	0.001
Si	35.413	2.768	10.63	-0.004	-0.001	0.001
Si	32.677	5.472	10.662	0.001	0.007	-0.003
Si	35.411	8.199	10.623	0.002	0	0
Si	32.676	10.892	10.669	0.001	0.001	0
Si	35.418	13.646	10.63	-0.005	-0.008	-0.001
Si	38.156	16.386	10.604	-0.004	-0.01	0.008
Si	40.842	2.785	10.599	-0.001	0.005	0.007
Si	38.117	5.501	10.597	0.005	0.002	0.001
Si	40.846	8.214	10.593	0	-0.007	-0.003
Si	38.138	10.94	10.601	0	0.011	-0.007
Si	40.863	13.661	10.595	-0.005	0.011	0.001
Si	43.557	16.365	10.636	0.009	-0.001	0.001
Si	46.257	2.741	10.719	-0.005	-0.007	0.01
Si	43.54	5.485	10.645	-0.012	0	0.008
Si	46.238	8.195	10.715	-0.018	0.013	0.009
Si	43.552	10.927	10.631	-0.005	-0.004	0.004
Si	46.266	13.626	10.699	0.011	-0.006	0
Si	48.981	16.324	10.807	0	-0.016	0.005
Si	51.705	2.725	10.89	-0.004	-0.004	0.007
Si	48.952	5.44	10.821	0.001	0.001	0.005
Si	51.696	8.154	10.909	0.002	-0.012	0.001
Si	48.953	10.869	10.829	0.008	0.002	0.009
Si	51.697	13.602	10.931	-0.004	0.005	0.002
Si	54.444	16.329	11.015	-0.01	-0.015	0.007
Si	57.158	2.728	11.047	-0.008	-0.016	0.006
Si	54.421	5.43	10.982	0.002	0.005	0.004
Si	57.137	8.134	11.032	-0.007	0.015	0
Si	54.43	10.873	11.003	-0.005	-0.004	0.003
Si	57.162	13.575	11.038	0.017	-0.005	-0.002
Si	59.875	16.32	11.086	0.005	-0.004	0.001
Si	62.569	2.714	11.089	-0.005	-0.019	0.002
Si	59.851	5.435	11.066	-0.008	0.003	-0.004
Si	62.55	8.148	11.067	0.003	0.002	-0.007
Si	59.856	10.858	11.063	-0.01	0.001	0
Si	62.561	13.597	11.079	-0.006	0.015	-0.006
Si	1.347	14.957	12.448	0.008	0.005	-0.004
Si	4.064	1.356	12.425	-0.005	0.007	-0.004
Si	1.336	4.077	12.449	0.004	-0.018	0.003
Si	4.059	6.793	12.429	0.009	-0.002	-0.008
Si	1.347	9.508	12.434	-0.006	0.012	-0.005
Si	4.064	12.237	12.443	0.001	-0.007	0.006
Si	6.787	14.939	12.401	0	-0.015	-0.001
Si	9.512	1.345	12.366	-0.001	-0.013	-0.008
Si	6.785	4.073	12.401	-0.01	0.003	-0.006
Si	9.506	6.794	12.383	-0.007	-0.009	0.003
Si	6.791	9.512	12.423	-0.01	0.001	0.001
Si	9.515	12.22	12.374	0.008	0.008	0
Si	12.245	14.933	12.324	0.002	-0.011	-0.006
Si	14.955	1.333	12.284	0.004	0.004	-0.003
Si	12.233	4.053	12.34	0.004	0.003	-0.002
Si	14.957	6.785	12.286	-0.008	-0.001	0.004
Si	12.234	9.501	12.328	0.004	-0.004	-0.002
Si	14.965	12.224	12.276	-0.007	0.006	-0.008
Si	17.689	14.938	12.242	-0.004	0.008	0.001
Si	20.404	1.336	12.182	-0.001	0.003	-0.001
Si	17.67	4.058	12.219	-0.011	-0.008	-0.004
Si	20.41	6.786	12.177	-0.003	0.01	-0.004
Si	17.69	9.508	12.242	0.003	-0.008	0.008
Si	20.404	12.225	12.199	0.001	-0.005	-0.001
Si	23.132	14.93	12.157	0.012	-0.005	0.003
Si	25.865	1.33	12.121	0.002	-0.003	0.013
Si	23.131	4.061	12.132	-0.002	0.001	-0.005
Si	25.859	6.778	12.097	0.003	-0.003	-0.004
Si	23.132	9.508	12.139	-0.01	0.003	-0.008
Si	25.858	12.233	12.107	-0.014	-0.002	-0.001
Si	28.581	14.96	12.069	0	0.006	0.006
Si	31.319	1.379	12.052	-0.003	-0.002	0.002
Si	28.599	4.064	12.093	0.003	0.006	0.011
Si	31.325	6.804	12.047	0.013	-0.01	0.004
Si	28.579	9.519	12.055	-0.004	0.004	0
Si	31.31	12.255	12.024	-0.008	0	0.009
Si	34.052	15	11.997	-0.009	-0.006	0.007
Si	36.78	1.412	11.977	0	0.008	0.007
Si	34.046	4.112	11.999	-0.008	0.008	0
Si	36.758	6.842	11.988	-0.012	0.009	0.007
Si	34.052	9.534	12.006	0.012	-0.008	0.009
Si	36.771	12.283	11.979	0.011	0.007	0.01
Si	39.501	15.017	11.963	0.016	-0.002	0.003
Si	42.194	1.43	11.979	-0.014	-0.003	-0.004
Si	39.47	4.143	11.962	-0.011	-0.003	0
Si	42.171	6.855	11.991	0.004	-0.001	0
Si	39.485	9.574	11.959	-0.003	-0.007	0.004
Si	42.189	12.296	11.986	-0.001	0.001	0.004
Si	44.901	15.008	12.026	-0.012	0.003	-0.008
Si	47.604	1.387	12.122	0.01	0.006	-0.007
Si	44.89	4.129	12.038	0.016	-0.004	-0.005
Si	47.588	6.844	12.121	0.003	0.002	-0.002
Si	44.874	9.574	12.046	0.01	0.011	0
Si	47.595	12.28	12.122	-0.003	-0.002	-0.002
Si	50.316	14.987	12.23	-0.003	-0.002	0.004
Si	53.048	1.392	12.305	0.016	0.002	-0.003
Si	50.318	4.095	12.205	0.005	-0.006	-0.007
Si	53.04	6.806	12.298	-0.003	0.011	-0.001
Si	50.318	9.531	12.222	0.003	0.003	-0.001
Si	53.048	12.252	12.318	-0.005	0.018	0.005
Si	55.787	14.954	12.372	0.001	-0.004	0
Si	58.487	1.362	12.419	-0.004	0	-0.004
Si	55.765	4.087	12.372	0.006	-0.007	-0.006
Si	58.478	6.792	12.42	-0.003	0.006	0.002
Si	55.763	9.5	12.372	-0.003	-0.003	0.007
Si	58.495	12.22	12.415	-0.007	-0.007	-0.001
Si	61.213	14.956	12.446	-0.004	0.006	0
Si	63.912	1.359	12.462	0.011	0.01	0.004
Si	61.192	4.074	12.438	0.005	-0.005	0.002
Si	63.899	6.793	12.435	-0.013	0.005	-0.004
Si	61.193	9.502	12.438	0.005	0.011	0.001
Si	63.912	12.237	12.444	0.013	-0.009	-0.002
Si	2.711	16.324	13.798	0.008	0.005	-0.005
Si	5.434	2.714	13.771	0.005	-0.006	0
Si	2.707	5.436	13.796	-0.005	0.017	0
Si	5.422	8.153	13.779	-0.004	-0.003	-0.002
Si	2.704	10.866	13.794	-0.002	-0.006	-0.005
Si	5.439	13.594	13.789	0.005	0.018	0
Si	8.167	16.296	13.737	-0.01	0.009	-0.007
Si	10.885	2.69	13.717	0	0.015	-0.001
Si	8.143	5.436	13.751	0	-0.008	0.003
Si	10.889	8.147	13.723	0.002	0.006	0.001
Si	8.163	10.871	13.764	-0.005	-0.003	0.002
Si	10.895	13.579	13.707	0.004	0.006	0.002
Si	13.617	16.287	13.671	0.003	0.01	0.001
Si	16.342	2.687	13.614	-0.008	0.01	-0.002
Si	13.616	5.413	13.666	0.004	-0.014	-0.008
Si	16.345	8.146	13.617	-0.007	0	-0.006
Si	13.611	10.873	13.658	0.015	0.005	-0.007
Si	16.345	13.575	13.625	0.004	-0.002	-0.004
Si	19.068	16.297	13.58	0.004	-0.001	0.003
Si	21.798	2.688	13.511	0.009	0.01	-0.009
Si	19.06	5.413	13.546	-0.003	-0.011	0.001
Si	21.796	8.146	13.518	0.019	0.002	0.002
Si	19.074	10.862	13.586	-0.002	0.004	0.001
Si	21.785	13.579	13.541	-0.008	-0.004	0.002
Si	24.53	16.272	13.492	-0.012	-0.004	0.001
Si	27.255	2.686	13.452	0.003	-0.013	0.001
Si	24.509	5.419	13.473	0.001	0.012	0
Si	27.249	8.136	13.424	-0.006	0.006	-0.002
Si	24.516	10.864	13.475	0.005	-0.008	-0.001
Si	27.239	13.595	13.451	-0.002	0.002	-0.003
Si	29.964	16.321	13.406	-0.01	-0.007	-0.01
Si	32.694	2.762	13.377	0.015	0.01	-0.005
Si	29.991	5.423	13.416	0.002	0.006	-0.003
Si	32.703	8.166	13.379	-0.008	0.002	-0.001
Si	29.953	10.89	13.388	0.005	0	-0.005
Si	32.681	13.641	13.349	0.006	0.005	-0.01
Si	35.413	16.375	13.343	-0.004	0.002	0
Si	38.11	2.801	13.337	0.006	0.005	0.002
Si	35.391	5.48	13.356	-0.011	-0.02	0.003
Si	38.114	8.229	13.326	0.014	0.009	-0.009
Si	35.408	10.914	13.343	-0.007	0	-0.003
Si	38.124	13.664	13.318	-0.013	-0.007	-0.003
Si	40.827	16.4	13.333	0.01	0.006	0.012
Si	43.527	2.776	13.389	-0.003	0.008	0.005
Si	40.803	5.505	13.348	-0.006	0.002	-0.003
Si	43.497	8.215	13.386	-0.018	-0.015	0.008
Si	40.818	10.939	13.341	-0.013	0	-0.001
Si	43.534	13.657	13.367	0.017	0.009	0.001
Si	46.229	16.34	13.45	0	-0.02	0.001
Si	48.947	2.729	13.528	-0.002	-0.006	0.001
Si	46.22	5.477	13.446	-0.003	0.006	0.003
Si	48.94	8.167	13.54	0.006	-0.005	0.005
Si	46.22	10.918	13.442	-0.005	0.004	0.007
Si	48.944	13.606	13.542	-0.008	0.003	0
Si	51.659	16.35	13.616	0.007	0.006	0
Si	54.386	2.735	13.71	-0.009	0.005	0.007
Si	51.658	5.442	13.608	0.002	-0.005	-0.001
Si	54.367	8.156	13.705	0.002	-0.007	0.003
Si	51.659	10.878	13.626	0	-0.004	-0.002
Si	54.399	13.605	13.704	0.006	0.001	-0.001
Si	57.111	16.325	13.759	0.003	-0.003	0.003
Si	59.81	2.732	13.796	-0.004	-0.017	0
Si	57.087	5.448	13.763	-0.012	-0.005	-0.001
Si	59.821	8.15	13.797	-0.007	0.001	-0.006
Si	57.117	10.857	13.741	-0.002	0.011	-0.004
Si	59.831	13.602	13.779	0.007	0.001	-0.006
Si	62.553	16.316	13.815	-0.003	-0.011	0.003
Si	65.261	2.723	13.819	-0.004	-0.013	0.002
Si	62.539	5.442	13.802	0.003	0.008	0.001
Si	65.253	8.162	13.789	0.015	-0.002	-0.008
Si	62.543	10.876	13.79	-0.003	0.003	-0.008
Si	65.269	13.592	13.808	-0.004	0.006	-0.003
Si	1.349	1.361	15.164	0	0.002	-0.006
Si	4.082	4.074	15.144	0.009	-0.011	0.005
Si	1.34	6.809	15.136	-0.012	0	-0.002
Si	4.065	9.507	15.151	0.009	-0.004	-0.005
Si	1.344	12.217	15.159	0.005	-0.01	-0.003
Si	4.078	14.96	15.145	-0.012	0.016	0.001
Si	6.807	1.333	15.096	0.008	-0.002	-0.011
Si	9.517	4.052	15.068	-0.014	0.003	-0.005
Si	6.78	6.791	15.13	-0.022	0.012	-0.004
Si	9.528	9.496	15.105	0.007	0.003	0.002
Si	6.81	12.233	15.141	-0.013	-0.002	0.01
Si	9.539	14.929	15.083	0.011	-0.008	-0.017
Si	12.252	1.303	15.055	-0.002	-0.012	0.002
Si	14.985	4.028	14.992	-0.004	0.003	-0.008
Si	12.267	6.763	15.047	0.021	-0.024	0.01
Si	15	9.518	14.985	-0.012	0.001	-0.006
Si	12.259	12.215	15.056	-0.012	0.013	-0.007
Si	14.997	14.922	15.013	-0.004	-0.006	-0.007
Si	17.713	1.322	14.964	-0.011	0.015	0.002
Si	20.437	4.038	14.876	0.013	-0.01	0.002
Si	17.726	6.765	14.939	-0.006	0.018	0.009
Si	20.472	9.504	14.913	-0.009	-0.005	-0.006
Si	17.73	12.217	14.968	0.004	-0.009	-0.002
Si	20.44	14.932	14.928	0.001	0.004	0.007
Si	23.167	1.299	14.842	0.011	-0.005	-0.004
Si	25.878	4.03	14.793	0	0	0.003
Si	23.176	6.785	14.858	-0.016	0.008	-0.009
Si	25.898	9.488	14.79	0.009	-0.002	-0.007
Si	23.184	12.221	14.863	-0.011	0.009	0.003
Si	25.916	14.938	14.864	-0.027	0.011	0.019
Si	28.64	1.341	14.808	-0.003	0.015	0.013
Si	31.362	4.088	14.793	-0.03	0.001	0.015
Si	28.629	6.77	14.76	0.009	-0.011	-0.009
Si	31.329	9.523	14.709	0.003	0.016	-0.013
Si	28.623	12.242	14.786	0.006	-0.015	0.007
Si	31.339	14.976	14.754	0.011	-0.013	0.011
Si	34.061	1.415	14.718	0.002	-0.007	0.002
Si	36.745	4.142	14.724	-0.002	0.004	0.003
Si	34.039	6.8	14.76	-0.01	0.017	0.005
Si	36.759	9.564	14.717	-0.001	0.004	0.015
Si	34.041	12.281	14.682	-0.01	0.004	0
Si	36.783	15.026	14.691	0.012	-0.015	0.001
Si	39.467	1.451	14.689	-0.012	0.006	-0.014
Si	42.159	4.16	14.723	-0.002	0.005	-0.007
Si	39.446	6.88	14.704	-0.006	-0.013	0
Si	42.139	9.587	14.743	0.017	0.006	0.013
Si	39.437	12.288	14.691	0.019	0.019	0.006
Si	42.181	15.047	14.697	-0.012	-0.002	-0.012
Si	44.868	1.41	14.776	0.003	-0.003	-0.009
Si	47.58	4.126	14.83	0.009	-0.009	-0.011
Si	44.841	6.854	14.762	0.008	-0.01	-0.008
Si	47.565	9.568	14.834	0.005	0.017	-0.009
Si	44.864	12.306	14.765	-0.008	0.007	-0.006
Si	47.568	14.984	14.855	-0.008	0.004	-0.008
Si	50.285	1.398	14.952	-0.013	0.008	0.007
Si	52.995	4.111	15.022	0.013	-0.003	-0.007
Si	50.289	6.808	14.935	0.01	0	-0.001
Si	52.993	9.529	15.037	-0.021	0.022	-0.005
Si	50.287	12.253	14.947	0.009	-0.01	-0.001
Si	53.021	15.014	14.998	-0.008	0.006	0
Si	55.736	1.383	15.096	-0.002	-0.013	-0.006
Si	58.431	4.101	15.147	-0.015	0.015	-0.007
Si	55.694	6.8	15.103	-0.003	0.017	0.003
Si	58.442	9.508	15.142	0.002	0.004	0.011
Si	55.746	12.223	15.069	0.009	-0.007	-0.004
Si	58.459	14.964	15.126	0.006	0.004	-0.005
Si	61.164	1.36	15.142	-0.007	0.012	-0.001
Si	63.897	4.092	15.169	0.002	-0.002	0.004
Si	61.17	6.79	15.168	0.011	-0.013	-0.002
Si	63.886	9.515	15.156	-0.003	0.017	-0.002
Si	61.183	12.244	15.139	-0.003	-0.002	-0.01
Si	63.91	14.948	15.171	0.013	-0.008	0.007
Si	65.272	16.311	16.518	0.014	0.015	0.001
Si	2.714	2.732	16.508	-0.017	-0.025	0
Si	65.273	5.466	16.509	-0.009	-0.008	-0.006
Si	2.685	8.158	16.511	-0.007	0.018	0.003
Si	65.238	10.873	16.52	0.009	-0.002	0.004
Si	2.72	13.584	16.493	0.009	-0.001	-0.011
Si	5.458	16.321	16.487	0.002	-0.006	0.002
Si	8.172	2.686	16.441	-0.004	-0.007	0
Si	5.433	5.435	16.515	0.008	0.011	0.014
Si	8.152	8.146	16.477	-0.017	-0.001	0
Si	5.435	10.87	16.492	-0.006	-0.012	0
Si	8.201	13.589	16.484	0.02	0.022	0.01
Si	10.898	16.271	16.453	0	0.002	-0.002
Si	13.644	2.655	16.376	0.011	0.007	-0.004
Si	10.891	5.398	16.408	-0.002	-0.013	-0.001
Si	13.663	8.148	16.347	-0.001	0.012	-0.007
Si	10.9	10.864	16.44	0.007	-0.006	0.006
Si	13.636	13.576	16.398	0.017	-0.002	-0.001
Si	16.381	16.269	16.36	0.018	0.004	-0.001
Si	19.122	2.67	16.283	0.005	0.001	0.003
Si	16.377	5.386	16.304	0.004	-0.011	-0.003
Si	19.127	8.126	16.265	-0.002	-0.015	0.011
Si	16.381	10.863	16.343	0	-0.008	-0.002
Si	19.102	13.573	16.322	0.004	0.006	-0.001
Si	21.835	16.283	16.256	0	-0.003	-0.002
Si	24.554	2.64	16.167	-0.005	0.005	0.003
Si	21.81	5.409	16.196	0.008	0.018	-0.009
Si	24.581	8.136	16.194	0	-0.011	-0.002
Si	21.862	10.865	16.258	-0.01	-0.001	0.012
Si	24.557	13.563	16.227	0.026	-0.016	0.011
Si	27.314	16.304	16.205	0.016	-0.002	0.003
Si	30.029	2.696	16.153	0.033	-0.017	0.008
Si	27.282	5.375	16.098	-0.004	0.021	-0.004
Si	30.016	8.134	16.079	0.016	-0.017	-0.014
Si	27.278	10.839	16.121	-0.019	0	-0.009
Si	30.004	13.602	16.137	0.019	0.017	0.017
Si	32.7	16.381	16.073	-0.014	0.017	-0.001
Si	35.404	2.772	16.102	-0.007	0.008	-0.009
Si	32.698	5.452	16.185	-0.004	-0.003	0.028
Si	35.412	8.178	16.074	0.021	-0.023	0.002
Si	32.67	10.921	16.027	-0.021	-0.007	-0.005
Si	35.415	13.645	16.013	-0.01	0.001	0.001
Si	38.106	16.433	16.051	-0.01	0.023	-0.016
Si	40.807	2.804	16.071	-0.011	-0.016	0.008
Si	38.074	5.548	16.068	-0.027	-0.002	0.012
Si	40.75	8.249	16.103	-0.004	0.001	-0.004
Si	38.078	10.953	16.095	-0.005	-0.016	0.015
Si	40.785	13.696	15.995	0.005	-0.017	-0.016
Si	43.499	16.381	16.129	-0.014	0.004	0.019
Si	46.213	2.768	16.153	0.005	0.001	-0.011
Si	43.466	5.529	16.127	0.004	0.007	-0.002
Si	46.178	8.207	16.136	0.005	0.004	-0.004
Si	43.493	10.962	16.099	-0.021	0.005	0.006
Si	46.208	13.613	16.195	0.009	-0.013	0.003
Si	48.9	16.334	16.251	0.018	-0.019	0.002
Si	51.612	2.771	16.357	0.002	-0.006	0.003
Si	48.914	5.445	16.258	0.005	-0.007	-0.004
Si	51.604	8.156	16.358	0.025	-0.006	0
Si	48.895	10.883	16.272	-0.013	0.004	0.006
Si	51.658	13.626	16.294	-0.013	0.004	-0.004
Si	54.336	16.368	16.427	0.025	0.011	-0.003
Si	57.054	2.752	16.502	0.006	-0.008	0.003
Si	54.302	5.455	16.455	-0.021	-0.008	-0.007
Si	57.039	8.153	16.48	-0.005	0	0.008
Si	54.373	10.869	16.413	-0.004	-0.015	0.002
Si	57.084	13.588	16.446	-0.007	-0.001	-0.009
Si	59.798	16.331	16.504	-0.003	-0.024	0.004
Si	62.496	2.738	16.495	0.016	-0.004	-0.006
Si	59.777	5.456	16.529	0.003	0.025	0.001
Si	62.529	8.155	16.525	-0.017	0.001	-0.004
Si	59.814	10.886	16.477	0	0.01	-0.011
Si	62.532	13.592	16.523	-0.018	-0.007	0.006
O	26.588	1.83	1.497	0.132	-0.335	0
O	38.626	3.533	1.352	0.112	-0.242	-0.259
O	43.122	12.854	1.237	-0.042	-0.235	-0.088
O	44.974	14.634	1.477	0.498	0.028	0.315
O	46.209	0.881	33.295	-0.24	0.124	-0.046
O	45.659	4.724	1.097	0.177	-0.071	-0.241
O	50.834	4.704	1.707	-0.088	0.239	-0.451
O	58.274	5.998	0.579	0.397	-0.201	-0.215
O	63.265	0.713	1.406	0.346	-0.373	-0.135
O	10.212	0.636	23.192	0.173	-0.026	0.213
O	15.804	11.251	22.854	-0.122	-0.33	0.031
O	24.229	3.302	22.895	0.219	0.134	0.58
O	21.377	11.509	22.859	0.314	0.001	0.218
O	23.225	9.838	22.204	0.703	0.344	0.026
O	25.32	13.095	23.004	0.43	0.135	0.284
O	31.124	2.034	22.567	0.435	0.198	0.081
O	29.208	3.807	22.641	-0.327	0.549	-0.039
O	26.569	6.744	25.52	-0.181	0.077	-0.005
O	26.486	5.432	23.195	-0.456	0.058	0.044
O	30.153	7.863	23.053	0.082	-0.363	0.446
O	26.514	10.852	22.743	-0.132	-0.084	0.129
O	28.776	9.833	22.245	0.526	0.089	-0.295
O	37.032	6.963	24.553	-0.532	0.2	0.188
O	32.695	5.747	22.917	-0.079	0.086	0.243
O	34.757	4.441	23.866	0.105	0.161	0.18
O	34.165	8.709	22.895	-0.441	0.211	-0.083
O	31.421	10.471	26.82	-0.173	0.448	0.104
O	38.661	6.107	33.085	0.281	-0.015	-0.157
O	36.572	13.059	29.639	0.19	-0.412	-0.294
O	38.151	0.383	23.021	-0.422	0.126	0.363
O	39.618	14.97	21.999	-0.528	-0.023	-0.217
O	41.122	13.034	22.688	-0.448	-0.336	0.166
O	45.791	14.1	22.675	0.226	0.041	0.018
O	47.202	12.225	21.689	-0.192	-0.429	-0.563
O	56.715	13.424	26.693	-0.443	0.099	-0.275
O	3.669	1.426	24.555	-0.194	0.182	0.097
O	10.211	0.587	26.737	0.211	-0.451	0.15
O	1.327	3.699	24.65	0.501	0.14	0.224
O	6.982	4.183	27.465	-0.055	0.308	0.201
O	2.645	10.876	23.802	-0.224	0.273	0.453
O	3.773	4.523	32.48	0.144	-0.34	-0.237
O	6.015	13.874	26.191	0.23	0.016	0.446
O	8.463	1.513	25.003	-0.001	0.43	0.112
O	12.375	1.439	25.488	-0.096	-0.223	-0.362
O	12.766	2.787	0.652	-0.075	-0.333	-0.124
O	9.577	6.831	24.629	0.006	-0.212	0.272
O	11.86	7.924	23.958	0.208	-0.479	0.119
O	8.246	10.283	26.504	-0.039	-0.118	0.409
O	9.388	11.894	24.598	-0.223	0.229	0.26
O	10.164	9.394	25.054	-0.258	0.002	-0.382
O	12.363	15.603	27.06	-0.163	-0.112	0.667
O	18.138	13.21	29.204	-0.231	0.424	0.08
O	23.045	4.932	24.535	0.467	0.238	0.218
O	16.923	3.965	24.466	-0.332	0.318	0.244
O	17.967	1.627	24.486	-0.294	0.129	-0.394
O	13.232	10.186	23.987	0.203	0.546	-0.101
O	15.325	9.474	25.46	0.295	0.137	0.543
O	14.677	12.074	24.937	-0.181	0.435	0.625
O	16.405	13.69	23.718	-0.3	0.166	0.385
O	18.296	15.338	24.415	0.258	-0.48	0.582
O	21.737	2.822	23.627	0.043	0.006	0.461
O	19.811	3.97	28.386	-0.056	0.263	0.179
O	22.293	6.143	31.218	-0.101	0.551	-0.296
O	21.07	13.193	27.522	-0.288	-0.113	0.312
O	17.39	8.647	24.112	0.254	-0.224	0.061
O	18.98	10.793	23.712	0.11	0.208	0.515
O	20.355	12.785	24.874	0.178	0.436	0.085
O	16.459	15.939	27.481	-0.148	0.077	-0.106
O	23.583	15.391	24.512	-0.129	0.142	0.246
O	26.391	1.372	24.267	-0.107	0.368	0.01
O	24.871	16.377	26.647	0.074	0.173	-0.149
O	28.012	8.625	24.477	-0.239	-0.103	-0.126
O	23.822	8.549	24.464	-0.232	-0.458	0.278
O	21.36	10.411	31.346	-0.377	-0.555	0.283
O	24.563	11.037	24.533	-0.362	0.313	-0.222
O	30.265	15.942	23.192	0.025	0.157	0.13
O	32.027	0.739	24.676	-0.137	-0.401	0.476
O	28.23	4.777	24.941	0.286	0.423	0.706
O	28.884	2.227	24.685	0.401	-0.234	0.13
O	31.732	5.114	27.09	0.479	0.234	0.235
O	37.159	10.725	25.038	-0.004	0.028	-0.057
O	34.698	14.433	27.116	0.165	0.245	-0.182
O	32.685	2.991	25.978	0.08	0.087	0.238
O	38.008	8.607	22.907	0.046	-0.038	0.158
O	33.158	13.378	23.25	-0.363	0.057	0.346
O	39.224	14.882	24.613	-0.095	0.106	0.058
O	40.845	0.4	23.601	-0.062	0.014	0.621
O	40.839	4.95	23.7	0.375	-0.3	0.297
O	39.663	6.996	24.797	-0.255	0.53	-0.289
O	42.196	9.944	31.408	0.272	-0.249	-0.227
O	39.555	10.407	24.084	0.325	-0.164	0.026
O	42.225	12.022	24.766	-0.336	-0.247	0.372
O	43.399	14.048	23.645	-0.272	0.084	0.087
O	44.684	12.347	25.501	0.048	0.758	-0.224
O	5.909	11.122	25.951	-0.253	-0.128	-0.071
O	43.856	4.03	23.911	0.024	0.231	0.113
O	48.635	3.12	26.122	-0.527	0.023	-0.132
O	56.565	4.276	29.424	0.19	-0.098	0.223
O	60.535	7.043	28.817	0.494	-0.318	-0.151
O	47.122	11.848	24.253	-0.309	-0.306	0.052
O	48.916	13.382	23.295	-0.022	-0.066	-0.003
O	50.723	14.696	24.504	0.23	0.497	0.288
O	51.003	12.1	25.299	-0.373	-0.247	0.27
O	55.565	10.125	24.621	0.308	0.482	-0.165
O	55.829	10.985	27.177	0.373	-0.318	0.232
O	54.294	13.616	23.5	0.113	-0.034	0.449
O	58.471	12.857	24.797	-0.218	-0.298	0.161
O	55.903	15.526	24.321	-0.274	-0.149	0.618
O	55.598	3.684	24.716	-0.313	0.395	0.099
O	50.847	13.101	29.087	-0.072	0.001	0.013
O	49.929	2.337	30.709	0.19	-0.024	-0.392
O	58.375	6.25	24.737	-0.166	-0.588	0.056
O	57.873	12.054	28.583	0.051	-0.305	0.608
O	61.377	14.9	24.651	-0.036	0.03	0.259
O	64.809	1.799	24.84	-0.384	-0.256	0.422
O	60.598	3.824	24.386	0.085	0.304	0.37
O	64.571	7.824	26.643	0.16	-0.348	0.499
O	59.148	7.829	26.717	-0.051	0.259	0.053
O	62.491	14.543	27.043	-0.451	-0.576	-0.001
O	62.784	12.027	24.394	-0.408	0.174	0.194
O	9.659	11.066	29.469	-0.109	0.205	-0.21
O	1.92	14.532	28.919	-0.023	-0.465	0.14
O	40.888	7.915	27.461	-0.037	-0.044	-0.278
O	5.533	12.481	32.16	0.255	-0.225	0.24
O	28.913	7.685	29.607	-0.712	-0.126	-0.048
O	5.263	2.986	25.918	-0.088	0.098	0.218
O	64.549	5.16	32.288	-0.725	0.123	-0.196
O	2.208	11.37	28.752	-0.079	0.482	0.25
O	7.171	4.328	24.789	0.199	-0.021	0.28
O	2.84	8.041	0.861	-0.195	-0.033	0.237
O	1.931	9.119	31.945	-0.041	0.195	0.067
O	64.984	11.81	29.032	0.34	0.477	-0.034
O	31.379	1.137	28.137	-0.115	-0.321	-0.223
O	45.012	1.961	24.746	0.201	0.377	0.151
O	12.734	15.417	33.283	0.341	0.25	-0.118
O	10.069	6.536	28.712	-0.046	0.145	-0.426
O	9.121	4.121	28.907	0.523	-0.29	-0.28
O	26.19	7.201	33.155	0.174	-0.133	-0.645
O	14.588	14.691	26.09	0.216	-0.069	-0.297
O	57.047	8.056	1.597	-0.28	-0.286	0.277
O	57.259	13.416	1.033	0.188	0.062	-0.283
O	10.673	14.293	32.106	-0.321	0.207	-0.349
O	14.139	2.134	31.866	-0.604	-0.08	0.022
O	16.591	2.005	31.059	0.088	-0.157	0.66
O	18.932	8.082	0.981	-0.128	0.06	-0.387
O	18.256	8.431	28.137	0.438	-0.062	0.143
O	34.152	4.882	33.045	-0.319	0.31	-0.023
O	11.1	11.798	33.04	-0.072	-0.135	0.605
O	14.558	14.608	28.682	-0.581	0.027	-0.04
O	17.079	4.925	0.443	0.009	0.551	-0.114
O	16.368	13.238	27.335	-0.29	-0.244	-0.03
O	4.113	12.312	27.255	-0.199	0.274	0.165
O	29.357	5.961	27.672	-0.4	-0.195	-0.398
O	45.136	7.186	29.168	-0.163	0.128	0.001
O	26.826	12.174	24.975	0.77	0.073	-0.207
O	22.047	0.682	31.083	0.154	0.227	0.121
O	40.8	4.684	32.888	0.195	0.232	-0.394
O	25.906	9.219	25.95	-0.062	0.321	0.176
O	23.476	9.997	26.676	0.093	0.235	-0.034
O	23.736	7.887	28.808	0.013	0.361	-0.174
O	44.77	3.909	32.325	-0.226	-0.116	0.125
O	24.272	13.999	0.436	0.171	-0.049	0.245
O	18.353	11.765	31.442	0.397	0.141	0.374
O	8.681	9.781	31.393	0.36	-0.169	-0.308
O	2.201	15.649	31.345	-0.103	0.627	0.135
O	36.233	5.93	31.787	0.104	-0.419	-0.034
O	13.253	10.564	26.572	0.275	-0.316	0.25
O	42.688	12.233	27.368	0.52	0.243	0.086
O	28.566	14.313	24.262	-0.14	-0.596	-0.077
O	4.335	12.719	24.608	-0.044	0.285	0.068
O	31.171	1.823	33.143	-0.268	0.124	-0.144
O	62.982	13.447	29.395	-0.138	0.063	0.305
O	60.483	12.085	28.753	0.13	-0.024	0.625
O	61.857	7.821	26.639	-0.117	0.043	-0.065
O	20.952	10.81	26.466	-0.329	-0.326	-0.252
O	40.399	5.404	27.741	0.092	-0.392	-0.136
O	62.159	11.248	26.86	0.173	0.411	-0.006
O	33.638	0.803	26.742	0.61	-0.076	-0.058
O	38.518	2.479	26.505	0.255	-0.466	-0.19
O	29.084	12.872	30.316	-0.212	-0.297	0.179
O	8.938	12.418	31.673	-0.402	0.307	-0.089
O	64.728	15.154	28.394	0.136	0.188	0.444
O	26.343	4.638	30.906	-0.349	-0.013	0.195
O	29.557	15.065	31.643	0.455	0.128	-0.001
O	6.622	1.695	32.132	0.223	0.406	0.378
O	50.373	10.449	29.54	0.212	-0.026	-0.481
O	51.785	14.03	32.044	-0.347	-0.134	-0.192
O	33.66	6.405	31.01	-0.016	0.006	-0.555
O	26.27	4.406	28.236	0.387	0.281	0.169
O	25.931	11.821	27.41	-0.454	-0.27	-0.088
O	36.627	2.849	24.748	-0.078	-0.302	0.419
O	44.599	2.159	27.823	0.247	-0.443	-0.348
O	42.14	7.965	33.1	0.237	0.118	-0.077
O	46.643	7.083	31.35	-0.079	0.152	0.257
O	47.066	2.684	28.202	0.344	0.194	0.135
O	42.773	2.544	25.89	-0.448	0.068	-0.007
O	42.953	6.238	28.131	-0.09	-0.109	0.393
O	52.427	9.273	30.728	-0.047	-0.074	0.323
O	47.542	8.308	29.105	0.099	0.667	0.094
O	5.48	5.745	26.169	-0.244	-0.086	0.209
O	39.619	2.341	32.443	-0.01	0.299	-0.234
O	64.257	7.045	0.033	-0.199	0.295	-0.456
O	12.964	3.851	24.538	-0.061	0.186	0.214
O	46.05	16.082	29.784	-0.038	0.236	-0.757
O	56.051	6.797	28.915	0.058	0.432	-0.34
O	49.768	5.409	25.841	-0.59	0.016	0.275
O	50.402	7.772	30.213	0.156	-0.127	-0.391
O	3.627	1.389	27.168	0.299	0.164	0.576
O	25.218	11.748	29.891	0.185	-0.187	0.187
O	58.362	6.061	29.945	-0.116	-0.297	0.262
O	0.501	7.193	30.951	-0.187	-0.262	-0.597
O	41.412	0.955	29.905	-0.02	-0.112	0.708
O	46.441	6.048	24.743	-0.004	-0.086	0.114
O	48.591	16.346	30.224	-0.131	0.1	-0.583
O	55.615	0.778	31.428	-0.124	0.18	-0.208
O	60.09	1.831	26.006	-0.167	-0.255	0.518
O	61.191	4.422	0.062	-0.089	0.299	0.165
O	53.507	11.32	29.459	-0.095	-0.115	-0.255
O	56.095	8.284	32.462	0.328	-0.026	-0.202
O	59.181	8.514	30.491	0.109	0.335	-0.581
O	51.965	9.833	24.445	0.079	0.027	-0.049
O	61.153	12.998	32.683	-0.129	-0.284	0.021
O	38.203	6.757	27.032	-0.456	0.619	0.099
O	56.187	3.261	27.194	0.046	0.465	-0.086
O	58.13	3.446	25.396	-0.099	0.489	0.276
O	63.721	3.662	28.843	0.333	0.007	0.229
O	7.059	2.806	29.761	-0.578	0.587	0.136
O	56.114	5.815	33.238	-0.403	-0.225	-0.28
O	59.833	3.827	31.757	-0.073	-0.211	-0.475
O	55.37	15.044	0.191	-0.199	-0.157	-0.51
O	30.176	10.075	24.517	-0.375	0.226	0.144
O	62.601	10.842	29.45	-0.088	-0.563	0.307
O	16.793	2.177	26.667	-0.763	0.227	0.039
O	64.131	2.766	31.245	0.24	-0.594	0.014
O	28.031	16.371	25.863	0.136	0.021	0.146
O	42.127	2.44	33.139	0.266	0.187	-0.257
O	63.044	5.681	27.322	-0.075	0.15	0.515
O	1.614	6.045	32.972	0.181	0.207	0.015
O	51.841	6.652	26.872	0.177	0.262	0.019
O	53.357	6.638	28.983	-0.562	0.047	0.066
O	35.569	1.539	30.738	-0.036	0.007	0.429
O	59.273	13.757	27.166	0.35	0.197	0.061
O	33.67	2.159	29.03	0.105	0.169	-0.111
O	9.128	7.93	33.27	0.186	-0.284	-0.385
O	30.98	10.4	32.803	0.019	0.047	-0.235
O	15.798	11.128	31.496	-0.321	-0.378	-0.228
O	47.173	6.784	27.02	-0.029	-0.244	-0.215
O	49.331	11.06	0.561	0.259	-0.111	-0.15
O	3.963	7.48	27.407	-0.404	-0.387	-0.031
O	56.538	7.492	25.972	0.041	0.437	-0.251
O	18.917	3.592	26.02	0.497	0.091	-0.037
O	44.616	1.487	31.172	-0.618	-0.082	0.322
O	35.017	8.418	0.71	-0.298	0.067	-0.344
O	39.49	16.078	33.021	-0.105	-0.295	-0.197
O	54.371	6.077	26.664	0.215	-0.233	-0.332
O	42.209	12.265	32.582	-0.088	0.122	-0.11
O	40.185	12.596	28.3	-0.332	-0.411	-0.015
O	35.349	2.661	0.799	0.051	-0.233	-0.321
O	7.704	6.245	29.698	-0.11	-0.099	-0.555
O	30.791	2.052	30.474	0.089	-0.01	0.04
O	50.647	7.598	24.749	-0.345	-0.025	-0.171
O	12.19	11.348	28.818	0.345	0.226	0.269
O	41.971	6.19	25.762	0.779	-0.377	-0.077
O	32.453	7.363	33.112	0.133	-0.042	0.114
O	20.591	6.309	0.079	-0.224	-0.294	-0.298
O	31.236	4.137	31.969	0.358	0.302	0.581
O	7.001	7.831	31.671	-0.32	0.029	0.156
O	21.063	1.916	33.243	0.122	0.473	-0.477
O	21.087	4.907	26.291	0.399	-0.531	0.242
O	6.415	15.518	0.528	0.308	-0.015	-0.143
O	34.202	6.887	24.791	0.567	0.048	0.336
O	51.11	15.724	28.485	-0.339	0.038	0.511
O	49.502	7.755	27.15	0.116	0.504	0.156
O	38.868	14.352	29.791	0.261	0.14	0.295
O	12.617	13.075	26.847	-0.228	-0.037	-0.031
O	19.188	2.8	30.572	-0.048	0.078	0.46
O	24.068	4.925	29.65	-0.059	-0.105	0.098
O	19.645	10.234	29.257	0.211	-0.288	-0.483
O	12.401	5.254	30.999	0.11	0.014	0.267
O	47.283	2.618	0.387	-0.211	0.326	0.319
O	48.811	6.074	29.057	0.1	-0.787	-0.258
O	33.094	10.325	0.255	-0.002	0.054	0.019
O	41.26	14.881	28.821	0.07	-0.272	-0.12
O	30.307	14.822	29.091	0.234	0.354	0.081
O	44.866	15.371	32.103	-0.195	-0.774	-0.167
O	20.408	15.788	32.793	-0.03	-0.094	-0.247
O	39.198	14.688	27.178	0.237	0.507	0.021
O	13.352	11.963	31.785	-0.278	0.108	-0.019
O	28.886	4.088	30.694	0.03	-0.068	-0.517
O	40.692	13.7	0.558	-0.015	-0.024	-0.489
O	17.04	3.984	29.493	0.265	0.183	-0.364
O	20.975	1.645	28.938	-0.318	-0.257	-0.228
O	28.01	4.544	33.08	-0.072	0.158	-0.002
O	25.983	6.769	29.37	0.505	0.111	-0.082
O	34.908	9.481	25.338	0.358	-0.202	0.284
O	58.914	1.239	0.014	0.294	-0.177	-0.515
O	22.129	10.774	28.83	0.401	0.288	0.19
O	15.039	16.27	30.656	0.572	-0.095	0.068
O	12.345	14.56	24.667	0.029	0.23	0.322
O	2.963	13.275	32.165	0.096	-0.21	-0.552
O	32.643	11.383	31.127	-0.064	0.362	-0.444
O	23.192	12.25	31.523	-0.108	0.199	0.26
O	25.817	9.442	28.857	0.447	-0.127	-0.041
O	29.067	8.914	31.839	-0.376	0.045	-0.337
O	11.287	7.476	26.567	0.144	-0.434	-0.078
O	25.791	1.337	32.719	-0.259	-0.234	-0.449
O	4.298	7.519	24.762	-0.473	-0.067	0.454
O	61.901	2.08	29.981	-0.363	-0.068	0.312
O	44.957	7.913	25.71	-0.409	0.016	-0.148
O	51.803	1.943	28.443	-0.289	0.247	0.356
O	57.567	3.486	0.287	-0.299	-0.202	-0.003
O	12.814	9.805	33.242	0.288	-0.281	-0.477
O	60.58	15.324	31.619	0.219	0.462	0.095
O	14.938	6.455	0.052	0.115	0.204	-0.32
O	43.464	10.081	26.018	-0.203	-0.378	0.507
O	53.479	6.766	0.196	-0.362	-0.02	-0.312
O	59.978	10.866	31.562	0.309	0.057	-0.808
O	50.515	5.035	30.735	0.252	0.162	-0.18
O	53.481	2.279	26.481	0.846	-0.269	-0.214
O	63.89	9.932	25.327	0.14	-0.198	-0.39
O	46.871	11.548	31.505	0.091	-0.279	0.07
O	61.26	10.011	0.222	0.334	0.105	-0.41
O	41.366	3.408	30.775	0.193	0.633	-0.184
O	58.904	11.28	0.62	0	-0.234	-0.039
O	27.558	13.936	26.707	0.076	-0.135	0.728
O	51.283	3.242	25.503	0.359	0.473	-0.118
O	14.079	2.922	26.763	0.348	0.457	-0.021
O	43.493	15.714	29.89	0.032	-0.4	-0.054
O	46.602	8.232	0.753	-0.003	0.119	-0.333
O	50.942	16.406	31.297	0.204	0.048	-0.599
O	56.757	1.608	29.255	0.032	-0.155	-0.609
O	27.787	15.258	29.745	-0.603	-0.545	-0.028
O	22.397	4.39	0.137	-0.35	-0.237	-0.299
O	46.942	3.122	31.268	0.282	-0.407	-0.227
O	52.009	11.518	32.395	-0.035	-0.075	-0.023
O	45.174	4.66	28.414	-0.219	0.211	0.286
O	54.398	8.787	26.523	-0.495	-0.055	0.408
O	21.852	6.069	28.734	-0.644	-0.18	-0.188
O	35.198	12.235	25.862	-0.076	-0.217	0.326
O	52.679	4.371	27.88	-0.437	0.105	0.181
O	43.255	16.327	0.575	-0.086	-0.211	-0.092
O	34.658	14.312	0.18	-0.19	-0.133	-0.233
O	49.285	1.181	27.713	-0.114	-0.23	0.307
O	0.582	13.738	26.539	-0.097	-0.498	0.346
O	49.281	13.703	26.477	-0.074	0.327	-0.18
O	18.833	6.049	27.092	0.379	0.097	-0.075
O	51.892	13.986	26.788	0.595	0.136	-0.206
O	4.295	9.842	28.449	0.333	0.077	-0.358
O	14.569	2.169	29.267	0.206	-0.031	-0.207
O	4.211	15.652	29.548	-0.003	0.017	-0.315
O	62.469	16.002	29.228	0.536	-0.196	0.416
O	5.133	15.844	31.93	-0.223	-0.169	0.07
O	34.893	10.951	29.932	0.574	-0.242	-0.184
O	14.864	12.301	0.124	0.541	0.113	-0.235
O	59.22	8.908	33.047	0.499	0.106	0.022
O	0.639	9.446	29.669	-0.766	-0.026	0.059
O	11.334	0.472	31.489	0.248	0.135	-0.556
O	30.032	14.767	26.424	0.365	0.223	-0.344
O	18.885	14.316	31.382	0.118	0.392	-0.564
O	21.474	15.355	29.077	-0.377	-0.108	-0.032
O	21.154	6.768	24.478	-0.253	0.093	0.376
O	1.26	3.505	32.229	0.134	-0.366	-0.266
O	11.586	10.133	31.024	0.025	-0.241	-0.12
O	12.736	4.073	28.702	-0.565	0.073	-0.28
O	4.263	0.911	0.456	-0.044	0.198	-0.388
O	6.785	9.22	0.197	-0.292	0.136	-0.345
O	28.774	1.235	29.006	0.08	0.029	-0.329
O	40.475	7.992	31.068	0.385	-0.259	0.084
O	18.84	2.948	0.925	-0.08	0.007	-0.479
O	2.831	7.987	29.742	0.052	-0.214	0.139
O	32.421	8.781	24.945	-0.412	-0.365	0.368
O	26.109	0.806	28.812	-0.14	-0.11	-0.245
O	46.061	10.211	25.832	0.561	-0.273	0.392
O	11.129	8.926	28.741	-0.068	0.098	-0.023
O	62.412	0.624	25.929	0.453	0.299	-0.066
O	59.736	8.18	23.677	-0.109	0.029	0.332
O	37.031	14.123	25.916	0.028	0.324	0.297
O	5.633	5.691	31.185	-0.15	-0.442	-0.446
O	20.498	12.527	30.151	0.336	0.368	-0.195
O	30.036	3.362	28.163	-0.58	0.017	-0.342
O	60.618	9.554	28.11	-0.24	0.103	0.108
O	49.288	12.346	31.047	0.286	0.171	0.323
O	4.538	6.197	0.224	0.136	0.309	-0.218
O	38.887	6.428	29.601	0.094	-0.448	0.224
O	23.299	13.464	29.161	0.281	-0.215	-0.325
O	30.248	10.534	29.258	0.061	-0.117	0.273
O	44.284	11.55	31.054	0.158	0.374	-0.234
O	2.083	0.856	29.174	-0.142	0.511	0.19
O	34.799	4.078	30.563	0.443	0.254	-0.428
O	21.694	3.827	30.178	0.051	-0.096	0.599
O	55.499	12.917	29.036	0.437	0.459	0.386
O	15.198	13.66	30.994	0.375	-0.058	-0.04
O	33.696	8.969	31.28	0.625	-0.048	0.019
O	3.686	10.803	32.854	0.432	-0.399	0.001
O	54.374	2.697	28.967	0.068	0.051	0.434
O	9.799	5.409	31.129	-0.435	0.138	0.226
O	37.962	10.968	0.575	-0.088	0.073	-0.465
O	48.788	0.947	32.69	0.133	-0.434	0.126
O	55.634	10.042	0.473	-0.351	0.492	-0.24
O	7.931	2.689	1.103	0.017	-0.031	-0.501
O	48.573	12.096	28.515	-0.56	-0.678	-0.018
O	42.184	2.975	28.368	0.164	0.602	-0.222
O	35.117	12.814	31.798	-0.649	-0.567	0.255
O	14.706	5.33	29.767	0.041	-0.068	-0.024
O	61.33	9.904	24.716	-0.421	-0.264	0.219
O	27.75	11.125	29.033	0.107	-0.076	0.3
O	22.277	10.177	0.303	-0.172	0.17	-0.064
O	58.028	16.161	30.957	-0.206	-0.236	0.215
O	17.824	1.426	28.883	0.406	-0.09	0.007
O	17.744	15.825	33.207	-0.447	0.063	-0.378
O	18.792	13.386	0.744	-0.309	-0.102	0.165
O	6.199	14.045	30.188	0.227	0.093	-0.023
O	22.46	15.836	0.145	0.111	0.073	-0.003
O	39.65	2.55	28.907	0.001	-0.076	-0.007
O	21.008	12.469	33.031	0.054	0.358	-0.17
O	0.412	13.964	32.221	-0.083	0.198	-0.094
O	21.521	8.502	27.621	-0.55	-0.214	0.04
O	15.284	4.298	32.908	-0.207	0.118	-0.29
O	37.103	14.496	31.785	0.44	0.378	0.435
O	25.717	4.339	25.605	-0.494	0.067	-0.359
O	9.585	0.917	0.162	-0.01	-0.134	0.155
O	34.334	1.818	24.303	-0.119	-0.538	-0.137
O	33.329	15.823	28.917	0.04	-0.041	0.534
O	6.758	16.545	29.982	0.321	-0.181	-0.544
O	63.914	12.141	31.459	-0.163	-0.741	-0.056
O	27.132	2.414	26.607	0.251	0.109	0.465
O	31.381	7.986	30.771	0.051	0.265	-0.47
O	54.179	1.053	0.434	0.098	0.104	-0.12
O	16.716	7.391	26.31	-0.179	-0.403	0.005
O	38.138	0.852	30.953	0.348	-0.011	-0.317
O	26.255	12.582	33.149	-0.196	-0.585	-0.568
O	7.895	15.743	26.497	0.193	-0.365	0.256
O	39.056	8.979	29.088	-0.377	0.387	-0.039
O	39.038	12.456	25.684	0.237	-0.01	-0.192
O	32.704	16.132	0.72	0.215	0.115	-0.491
O	10.94	4.592	0.064	-0.078	0.385	0.164
O	58.135	15.413	25.561	0.395	0.172	0.407
O	29.818	7.835	0.788	-0.479	-0.198	0.43
O	40.118	9.685	33.049	-0.267	-0.131	-0.222
O	32.72	9.768	28.961	0.264	0.088	-0.269
O	42.599	0.488	27.614	0.299	-0.246	-0.329
O	54.671	8.837	29.552	0.23	0.271	-0.164
O	50.168	9.674	32.022	-0.605	-0.43	0.038
O	37.859	7.98	31.367	-0.04	0.361	-0.14
O	37.015	0.778	0.093	-0.509	-0.427	-0.201
O	57.812	5.669	27.379	0.185	-0.339	-0.218
O	18.741	12.271	26.796	-0.118	0.04	-0.252
O	63.152	14.498	32.49	0.049	0.629	0.246
O	65.19	12.998	24.053	0.616	-0.087	0.097
O	37.968	4.395	28.239	-0.651	0.249	0.201
O	24.163	2.648	0.81	-0.03	0.061	-0.401
O	27.044	15.007	32.599	-0.374	0.272	-0.049
O	16.789	6.429	28.735	-0.235	0.292	0
O	34.99	14.637	24.473	0.343	0.472	0.148
O	46.871	12.702	26.734	-0.161	0.421	0.263
O	60.502	6.378	31.406	0.207	0.386	0.371
O	24.952	8.436	31.135	-0.115	0.394	-0.045
O	29.735	6.326	31.739	-0.421	0.06	0.356
O	59.978	16.649	29.417	-0.517	0.471	-0.497
O	51.398	0.736	26.149	-0.148	-0.596	-0.575
O	45.182	10.292	33.091	-0.27	-0.039	0.058
O	36.606	15.722	29.5	-0.213	0.064	-0.518
O	50.854	3.571	32.92	0.416	-0.238	-0.112
O	10.687	11.301	26.753	-0.364	-0.099	0.093
O	47.963	13.293	33.194	-0.143	0.505	0.012
O	0.541	10.107	27.139	0.32	0.121	-0.156
O	24.511	8.886	0.371	0.575	0.272	-0.028
O	52.141	2.505	1.365	0.199	-0.082	-0.241
O	14.768	1.859	24.417	0.009	-0.18	0.446
O	54.724	10.377	31.581	-0.225	0.39	0.227
O	37.157	1.885	28.696	-0.399	-0.205	-0.327
O	24.668	2.553	27.385	-0.363	0.13	-0.249
O	10.933	3.096	31.661	0.027	-0.059	-0.424
O	15.189	7.094	24.27	-0.324	-0.23	0.181
O	53.524	11.24	25.972	-0.098	0.412	0.335
O	30.968	5.29	29.633	0.724	0.21	0.085
O	5.924	4.041	0.155	0.026	-0.194	-0.162
O	1.196	2.337	26.979	-0.119	0.455	0.52
O	29.777	12.599	27.837	-0.252	-0.328	-0.598
O	56.573	1.316	25.616	-0.396	-0.189	0.228
O	8.195	1.891	27.61	-0.186	-0.22	0.231
O	17.535	9.421	30.561	-0.368	-0.646	0.102
O	1.374	15.105	24.47	0.282	0.114	0.479
O	7.143	9.528	24.293	0.593	0.238	0.036
O	7.081	11.544	30.147	-0.191	-0.225	-0.595
O	23.478	0.73	28.86	0.186	0.001	0.317
O	12.656	6.721	28.76	0.497	0.228	0.161
O	53.189	14.046	29.091	0.134	0.34	-0.086
O	54.669	6.597	31.146	-0.158	-0.602	0.047
O	57.437	10.244	31.526	0.177	0.462	-0.217
O	63.307	6.53	24.824	0.125	-0.045	0.081
O	59.156	14.102	29.779	0.027	-0.106	0.077
O	1.449	16.115	26.932	-0.064	0.148	-0.806
O	32.189	13.818	27.582	0.037	-0.151	-0.429
O	23	6.675	26.488	0.78	0.216	-0.25
O	6.185	8.431	26.419	0.258	-0.058	0.304
O	28.11	8.222	27.096	-0.396	0.342	0.191
O	39.213	9.943	26.635	-0.092	-0.318	0.171
O	41.247	10.254	28.315	0.34	-0.126	0.382
O	25.054	13.994	31.173	0.324	0.288	-0.23
O	8.965	1.439	30.985	0.223	-0.16	-0.181
O	45.669	9.382	30.603	-0.154	0.107	-0.238
O	47.077	0.978	26.148	-0.23	-0.369	-0.019
O	17.481	10.043	33.193	-0.442	-0.132	-0.044
O	31.754	12.824	33.245	-0.147	0.342	-0.591
O	42.084	12.156	29.957	-0.123	0.615	-0.009
O	33.98	13.364	29.442	-0.47	-0.07	0.096
O	22.845	14.836	26.933	-0.151	0.374	-0.307
O	64.044	15.098	25.028	-0.034	0.187	-0.059
O	47.318	14.085	30.844	-0.408	-0.108	0.029
O	62.203	3.156	26.786	-0.175	0.242	-0.162
O	18.786	0.41	26.613	0.321	-0.307	0.489
O	64.644	3.978	26.345	-0.015	0.327	0
O	53.421	16.031	32.271	0.019	-0.012	-0.466
O	54.052	13.009	31.368	0.69	0.169	0.039
O	33.182	2.316	31.594	0.221	-0.04	0.578
O	25.053	13.813	25.992	-0.333	-0.18	0
O	28.414	0.883	32.668	0.383	0.498	0.549
O	12.843	14.831	30.7	-0.372	-0.285	-0.307
O	0.953	9.02	24.774	0.284	-0.224	0.24
O	30.677	8.288	27.869	0.436	-0.223	-0.063
O	62.179	4.505	30.819	-0.076	0.534	-0.16
O	57.64	2.425	31.505	-0.168	0.355	0.107
O	20.361	0.708	24.406	0.57	-0.314	0.501
O	47.751	14.645	28.34	0.223	0.125	-0.312
O	17.226	10.879	28.379	-0.587	-0.136	-0.241
O	32.47	11.373	24.688	0.107	0.363	0.51
O	16.672	5.889	31.331	0.244	0.468	0.062
O	43.268	5.411	0.349	-0.194	0.191	-0.186
O	30.708	4.183	24.804	-0.005	0.267	-0.354
O	34.858	11.326	23.523	0.128	-0.108	-0.321
O	4.521	12.043	29.815	-0.257	0.019	0.277
O	45.45	15.828	24.46	0.194	-0.159	0.086
O	39.105	2.962	23.9	0.032	-0.344	-0.11
O	50.84	15.391	0.46	-0.457	0.389	-0.186
O	5.574	16.569	25.865	0.029	-0.051	0.008
O	38.256	4.831	25.378	-0.085	-0.12	0.29
O	12.231	1.627	28.118	-0.187	-0.179	0.591
O	23.534	7.367	33.112	-0.06	0.264	0.642
O	5.481	7.734	29.532	0.196	0.309	-0.261

Results
total energy: -390827.128 eV
total energy less fixed offsets of O -438.35, Si -107.03 eV per atom: 5.072 eV
